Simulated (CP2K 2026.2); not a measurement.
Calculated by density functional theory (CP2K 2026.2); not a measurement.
Periodic cell of 2016 atoms, Si1440O576, from a study of silicon, its oxide and their interface. The atomic structure is a simulated model.
Doubt: the forces sum to 1.75 eV/angstrom along one axis rather than to zero, so they err by at least 0.0009 eV/angstrom per atom on average; the grid cutoff is modest.

Settings: functional PBE; method Gaussian and plane waves; basis set DZVP-MOLOPT-SR-GTH; pseudopotentials GTH-PBE; grid cutoff 300 Ry, relative cutoff 40 Ry; k points Gamma only; occupations fixed; spin none; net charge 0.

Cell vectors (angstrom)
a 65.28 0 0
b 0 16.32 0
c -3.9879 2.7447 33.5231

Atoms and the computed forces on them: element, x, y, z (angstrom), force x, y, z (eV/angstrom)
Si 1.444 -1.657 0.038 -0.124 0.237 0.771
Si 3.636 1.567 -0.04 0.191 -0.047 0.729
Si 1.542 3.879 -0.072 -0.204 0.05 0.747
Si 4.214 6.577 -0.066 -0.167 0.181 0.741
Si 1.187 -6.491 0.429 -0.133 -0.075 0.589
Si 3.68 -3.817 0.165 0.166 0.034 0.685
Si 6.949 -1.483 -0.227 -0.122 0.173 0.653
Si 9.916 1.162 -0.097 -0.093 0.137 0.687
Si 6.455 4.377 -0.022 0.073 -0.175 0.751
Si 9.123 7.079 -0.159 0.196 -0.12 0.719
Si 6.899 9.327 -0.129 -0.185 0.145 0.715
Si -7.052 -3.597 0.118 -0.034 -0.227 0.576
Si -4.641 -0.991 0.143 0.31 -0.19 0.804
Si -1.58 1.373 0.113 0.304 -0.21 0.727
Si -3.769 3.714 -0.106 -0.387 0.405 0.679
Si -1.699 7.129 0.077 0.072 -0.115 0.705
Si -3.926 -6.999 0.127 -0.047 0.086 0.65
Si -1.033 -4.418 0.061 -0.218 0.141 0.792
Si 2.549 0.01 1.311 0.01 -0.024 -0.056
Si 5.316 2.719 1.198 -0.039 0.009 -0.072
Si 2.663 5.431 1.281 0 -0.014 -0.036
Si 5.36 8.176 1.233 0.013 -0.022 -0.026
Si 2.638 -5.252 1.685 0.022 0.026 0.008
Si 5.394 -2.616 1.21 0.013 0.009 -0.025
Si 8.176 0.062 1.123 0.013 -0.012 -0.022
Si -5.481 2.807 1.311 0.008 -0.008 -0.041
Si 8.104 5.473 1.231 -0.004 -0.002 -0.048
Si -5.469 8.137 1.411 -0.014 0.001 -0.035
Si 8.029 10.907 1.207 0.004 -0.014 -0.029
Si -5.635 -2.529 1.594 0.001 -0.011 -0.013
Si -2.857 -0.073 1.386 -0.028 -0.014 -0.048
Si -0.02 2.694 1.269 0.016 0.003 -0.052
Si -2.807 5.432 1.264 -0.006 -0.014 -0.034
Si -0.11 8.197 1.441 -0.033 -0.01 -0.032
Si -2.751 -5.405 1.355 0.005 0.016 -0.081
Si -0.054 -2.781 1.43 -0.001 0.002 -0.089
Si 1.252 1.35 2.708 -0.012 0.006 0.008
Si 4.017 4.067 2.648 -0.002 -0.004 0.038
Si 1.301 6.782 2.662 0.005 -0.004 -0.001
Si 4.06 9.523 2.69 0.04 0.004 0.014
Si 1.259 -3.958 2.966 -0.034 0.006 0.046
Si 4.046 -1.277 2.616 -0.013 -0.004 0.018
Si 6.775 1.387 2.499 -0.003 -0.017 0.008
Si 9.624 4.06 2.433 0.023 -0.016 -0.015
Si 6.748 6.825 2.624 -0.015 -0.013 0.031
Si 9.496 9.556 2.526 -0.008 0.007 -0.005
Si 6.691 12.264 2.59 -0.009 -0.002 0.018
Si -7.032 -1.199 2.854 -0.022 0.036 0.025
Si -4.162 1.399 2.71 -0.025 -0.007 0.031
Si -1.386 4.095 2.615 -0.006 0.006 0.017
Si -4.155 6.729 2.727 0.032 -0.003 0.011
Si -1.451 -6.756 2.802 -0.003 0.029 0.03
Si -4.15 -4.015 2.695 -0.005 -0.036 -0.012
Si -1.471 -1.414 2.71 0.031 0.025 0.011
Si -0.108 -0.005 4.045 0.005 -0.005 -0.006
Si 2.664 2.711 4.017 0.022 0.016 -0.014
Si -0.047 5.429 4.023 0.002 -0.021 0.02
Si 2.68 8.148 4.008 -0.014 -0.003 0.006
Si -0.09 -5.423 4.18 -0.01 -0.012 -0.011
Si 2.729 -2.588 4.107 -0.002 0.01 -0.003
Si 5.438 0.055 3.947 0.007 0.005 -0.004
Si 8.194 2.736 3.833 0.024 0.003 -0.005
Si 5.405 5.437 3.978 0.009 0.005 -0.019
Si 8.15 8.191 3.929 -0.003 0.003 -0.016
Si 5.415 10.894 4.016 -0.004 0.02 0.007
Si 8.088 -2.717 3.957 0.018 -0.004 -0.018
Si -5.546 0.1 4.12 -0.009 -0.004 0.003
Si -2.759 2.755 4.021 0.009 0.007 -0.006
Si -5.516 5.441 4.115 0.001 0.028 0.008
Si -2.803 8.137 4.08 0.004 0.01 -0.011
Si -5.486 -5.399 4.064 0.002 -0.01 0.015
Si -2.802 -2.722 4.108 -0.005 -0.014 0.008
Si 1.428 -1.364 16.267 0.003 0.005 -0.004
Si 4.096 1.33 16.264 -0.007 -0.007 0.006
Si 1.446 4.052 16.277 -0.01 0.016 -0.006
Si 4.125 6.727 16.226 -0.009 -0.012 0
Si 1.421 -6.822 16.205 -0.002 -0.001 0.001
Si 4.114 -4.092 16.242 -0.002 0.001 0.004
Si 6.784 -1.387 16.195 -0.002 -0.01 0.001
Si -6.722 1.326 16.313 -0.006 -0.003 0.001
Si 6.818 4.028 16.207 0.004 -0.004 -0.01
Si -6.802 6.787 16.254 -0.028 -0.004 -0.03
Si 6.811 9.493 16.188 -0.004 0.003 -0.003
Si -6.734 -4.079 16.296 -0.002 0.003 -0.01
Si -4.009 -1.378 16.316 0 -0.002 0.006
Si -1.274 1.31 16.269 -0.015 0.01 -0.003
Si -4.013 4.052 16.231 -0.026 0.013 -0.013
Si -1.28 6.791 16.211 0.007 0.002 -0.023
Si -4.013 9.527 16.222 0.014 -0.004 0
Si -1.299 -4.058 16.227 0.01 -0.005 -0.005
Si 2.776 -0.031 17.679 -0.015 0.009 0.016
Si 5.467 2.685 17.608 0.022 -0.004 -0.011
Si 2.81 5.392 17.673 0.001 -0.009 0.006
Si 5.488 8.094 17.543 0.013 -0.01 0.022
Si 2.746 -5.462 17.578 -0.009 -0.011 0.017
Si 5.479 -2.744 17.616 -0.007 0.014 -0.014
Si 8.091 -0.006 17.555 -0.005 0.017 0.002
Si -5.339 2.696 17.618 -0.003 0.024 -0.012
Si 8.206 5.378 17.527 -0.003 0.007 0.005
Si -5.464 8.211 17.51 -0.013 0.001 -0.001
Si 8.164 10.861 17.541 0.008 0.014 -0.002
Si -5.349 -2.78 17.664 0 -0.015 0.022
Si -2.611 -0.038 17.666 0.011 -0.014 0.007
Si 0.11 2.651 17.611 0.031 -0.012 0.012
Si -2.644 5.43 17.531 0.032 0.019 0.022
Si 0.117 -8.214 17.568 0.002 -0.007 -0.012
Si -2.608 -5.46 17.559 -0.001 0.005 0.004
Si 0.041 -2.697 17.608 -0.009 0 -0.005
Si 1.411 1.302 19.083 -0.018 0.013 -0.026
Si 4.167 4.001 19.052 -0.021 0.014 0.005
Si 1.456 6.79 19.003 -0.001 0.018 -0.019
Si 4.09 -6.891 18.876 0.007 0.01 -0.036
Si 1.368 -4.087 18.926 0.003 -0.001 -0.016
Si 4.167 -1.39 19.036 0.015 0.012 -0.005
Si 6.766 1.34 19.023 0.003 -0.028 -0.022
Si -6.676 4.02 19.011 -0.016 -0.001 -0.04
Si 6.878 6.74 18.894 -0.016 0.012 -0.033
Si -6.683 9.576 18.994 0.035 -0.005 -0.001
Si 6.826 -4.136 18.96 -0.008 0.012 -0.015
Si 9.471 -1.426 18.777 0 -0.034 -0.025
Si -3.946 1.377 18.97 0.002 0.019 -0.007
Si -1.237 4.082 18.864 -0.02 -0.006 -0.013
Si -4.128 6.794 18.733 -0.007 -0.036 -0.034
Si -1.233 -6.838 18.871 -0.009 0.017 -0.02
Si -3.943 -4.169 18.977 -0.013 -0.002 -0.024
Si -1.269 -1.39 19.079 0.01 -0.002 -0.012
Si 0.015 -0.023 20.528 0.012 0.043 0.045
Si 2.845 2.615 20.462 -0.003 -0.031 0.062
Si 0.115 5.374 20.289 0.054 0.006 0.049
Si 2.782 8.168 20.388 -0.034 -0.029 0.059
Si 0.071 -5.486 20.302 -0.021 0.008 0.019
Si 2.743 -2.776 20.297 -0.008 -0.001 0.032
Si 5.466 -0.021 20.51 -0.028 0.018 0.032
Si 8.237 2.687 20.284 0 -0.004 0.066
Si 5.561 5.398 20.336 0.039 0.006 0.04
Si 8.262 8.086 20.26 0.005 -0.01 0.066
Si 5.467 -5.586 20.223 -0.001 -0.005 0.069
Si 8.195 -2.75 20.28 0.016 0.014 0.051
Si -5.294 -0.063 20.207 0.004 -0.005 0.029
Si -2.579 2.789 20.272 -0.021 -0.009 0.067
Si -5.292 5.453 20.238 0.025 0.01 0.054
Si -2.771 -8.185 19.983 -0.012 0.029 0.031
Si -5.231 -5.532 20.416 0.003 -0.024 0.049
Si -2.584 -2.853 20.377 0.004 -0.041 0.048
Si 1.602 -1.298 21.735 -0.243 -0.069 -0.685
Si 3.809 0.984 21.941 0.32 0.248 -0.739
Si 1.292 3.844 21.679 0.161 0.268 -0.736
Si 4.391 6.966 21.619 -0.197 -0.108 -0.733
Si 1.652 -6.502 21.694 -0.098 -0.259 -0.653
Si 3.913 -4.404 21.501 0.001 0.027 -0.734
Si 7.161 -1.167 21.67 -0.183 -0.13 -0.728
Si -6.661 1.059 21.688 0.004 0.304 -0.627
Si 7.228 4.331 21.619 -0.165 -0.127 -0.718
Si -6.941 6.62 21.369 0.254 0.181 -0.694
Si 6.617 -7.18 21.53 0.063 0.137 -0.794
Si 9.918 -3.782 21.486 -0.334 -0.256 -0.696
Si -4.132 -1.563 21.526 0.138 -0.017 -0.675
Si -1.064 1.762 21.728 -0.088 -0.353 -0.75
Si -3.667 4.401 21.572 -0.179 -0.091 -0.733
Si -1.617 6.61 21.217 0.124 -0.105 -0.594
Si -3.653 -6.818 21.678 -0.227 0.007 -0.642
Si -1.502 -4.49 21.722 0.072 0.178 -0.674
Si -2.516 -7.419 -4.21 0.046 -0.023 0.15
Si 4.445 -2.543 -7.139 -0.04 -0.011 -0.042
Si 6.949 3.423 24.586 0.035 -0.024 -0.086
Si 5.911 -3.183 23.667 0.093 0.043 -0.215
Si -5.143 -6.544 -2.616 0.088 0.015 0.01
Si -0.197 -2.688 23.907 -0.014 -0.063 -0.071
Si -7.089 3.403 -4.942 -0.081 -0.091 0.078
Si -4.193 -3.096 26.016 0.066 -0.102 0.126
Si 9.583 2.619 -2.86 0.084 -0.003 0.155
Si -6.521 -4.041 -4.147 -0.139 0.047 0.129
Si -8.272 6.194 -5.098 0.184 -0.001 0.06
Si -2.971 1.784 -5.179 0.087 0.047 0.102
Si 6.78 3.105 -2.79 -0.032 0.03 0.06
Si 0.902 -0.053 -4.89 0.099 -0.003 0.08
Si 3.86 -0.317 -5.077 -0.063 0.193 0.036
Si -4.041 -0.447 -6.543 0.009 0.047 -0.101
Si 7.243 -2.862 -6.711 0.001 0.031 0.003
Si -7.889 1.488 -7.23 0.045 0.067 -0.041
Si 7.562 0.742 25.466 0.005 0.078 -0.113
Si 2.327 7.641 25.924 -0.065 -0.028 0.017
Si -2.837 -1.002 24.188 -0.016 0.022 0.018
Si -6.045 -5.192 24.749 0.067 -0.049 -0.132
Si -4.699 -3.349 -6.464 0.139 -0.024 0.093
Si 2.107 -7.528 -6.202 -0.029 0.035 0.011
Si 5.316 0.308 -2.303 -0.002 -0.126 0.116
Si 4.169 -5.387 -6.575 0.003 -0.019 -0.042
Si 6.33 -4.544 -4.621 -0.101 -0.022 -0.08
Si -2.055 -3.161 -2.707 -0.071 0.101 0.113
Si 3.97 6.26 -6.39 0.007 0.07 0.065
Si -1.703 1.522 24.77 -0.01 0.131 -0.008
Si -4.219 4.316 -5.226 -0.044 -0.02 -0.137
Si 4.849 1.529 24.931 -0.113 -0.082 -0.104
Si 4.915 -5.643 -2.152 0.066 -0.112 0.069
Si 0.083 7.924 23.234 -0.039 0.159 0.009
Si -4.509 7.065 -5.213 -0.113 0.042 -0.016
Si -2.786 3.74 -2.9 -0.085 -0.081 0.147
Si 8.623 -1.768 26.135 0.111 -0.022 -0.026
Si 6.907 -5.877 24.241 -0.065 -0.054 0.059
Si -0.498 -0.511 -2.184 -0.011 -0.158 0.177
Si 0.385 7.752 -3.737 -0.056 0.002 -0.025
Si 4.732 -7.083 25.78 0.086 0.093 0.019
Si 2.331 1.367 -6.863 0.153 0.028 -0.071
Si -6.994 7.052 24.355 0.091 -0.148 -0.144
Si -4.418 -7.871 24.577 0.029 0.008 -0.198
Si 2.83 -7.789 -1.879 0.081 -0.018 -0.049
Si -1.941 -4.59 -5.389 -0.036 0.061 -0.024
Si -1.24 -0.171 -6.723 -0.05 0.077 -0.058
Si -8.062 4.147 24.386 -0.093 -0.031 -0.031
Si 6.166 5.28 -4.696 -0.068 0.102 -0.03
Si -5.012 -2.937 -2.106 -0.029 0.073 0.223
Si 2.29 5.915 23.534 0.097 -0.089 -0.025
Si -0.279 5.349 -2.147 -0.014 0.02 0.064
Si -1.715 7.16 25.741 -0.157 -0.019 -0.09
Si -6.375 7.066 -2.84 0.037 -0.073 0.049
Si 1.315 -1.285 5.428 0.015 -0.002 0.009
Si 4.072 1.378 5.341 -0.01 -0.004 0.008
Si 1.317 4.075 5.378 -0.008 -0.013 0.005
Si 4.05 6.788 5.352 0.002 -0.01 -0.002
Si 1.334 9.502 5.408 0 -0.001 0.01
Si 4.057 12.261 5.376 -0.004 -0.01 0.007
Si 6.754 -1.348 5.319 -0.006 -0.011 0.005
Si 9.483 1.377 5.296 -0.005 0.008 -0.006
Si 6.826 4.072 5.261 0.004 -0.001 -0.005
Si -6.83 6.839 5.474 -0.008 0.009 0.01
Si 6.807 9.532 5.332 0.002 -0.013 -0.002
Si -6.842 -4.045 5.453 0 -0.018 -0.006
Si -4.166 -1.32 5.422 0.004 0.01 -0.011
Si -1.429 1.381 5.398 -0.013 0.001 0.015
Si -4.117 4.086 5.423 -0.012 -0.019 -0.002
Si -1.396 6.794 5.401 0.002 0.001 0.003
Si -4.148 -6.793 5.428 0.012 0.003 -0.001
Si -1.447 -4.058 5.492 0.013 -0.009 0.018
Si 2.711 0.05 6.746 -0.011 0.009 0.001
Si 5.459 2.734 6.663 0.007 -0.01 -0.002
Si 2.697 5.434 6.72 -0.005 0.005 0.003
Si 5.431 8.161 6.679 0 0.01 0.003
Si 2.702 10.887 6.729 -0.001 0.002 0.009
Si 5.427 -2.708 6.714 -0.004 0.005 -0.002
Si 8.138 0.003 6.662 0.002 0.006 0.002
Si -5.484 2.759 6.809 0 0.008 0.005
Si -8.202 5.468 6.819 0.004 0.011 -0.005
Si -5.47 -8.139 6.829 -0.005 0.006 -0.004
Si -8.186 -5.407 6.834 -0.005 0.002 0.003
Si -5.482 -2.693 6.808 0.003 -0.003 0.005
Si -2.775 0.022 6.768 -0.005 0.013 0.002
Si -0.036 2.722 6.745 0.01 0.003 0.002
Si -2.75 5.446 6.774 0.001 0.006 -0.006
Si -0.026 8.144 6.759 0.006 -0.002 0.003
Si -2.787 -5.448 6.81 0.005 -0.003 0.004
Si -0.025 -2.691 6.772 -0.005 -0.001 -0.008
Si 1.346 1.387 8.103 0.019 0.007 0.007
Si 4.088 4.076 8.044 0.001 0.004 -0.003
Si 1.349 6.787 8.097 -0.011 -0.002 0.003
Si 4.079 9.516 8.057 -0.005 0.005 -0.004
Si 1.344 -4.077 8.095 -0.003 -0.011 0.007
Si 4.062 -1.355 8.07 -0.01 -0.018 -0.003
Si 6.79 1.356 8.033 -0.007 -0.007 -0.001
Si -6.825 4.119 8.177 0.012 0.003 -0.009
Si 6.796 6.788 8.02 0.001 -0.002 -0.006
Si -6.829 -6.778 8.184 0.003 -0.008 -0.002
Si 6.796 -4.081 8.049 0.003 0.008 -0.006
Si -6.837 -1.333 8.167 -0.005 -0.002 -0.002
Si -4.117 1.378 8.142 -0.013 -0.013 -0.001
Si -1.38 4.083 8.117 -0.008 -0.009 -0.006
Si -4.091 6.809 8.153 0.009 0.012 -0.002
Si -1.38 -6.807 8.123 -0.005 -0.004 0
Si -4.121 -4.065 8.159 -0.004 -0.013 -0.005
Si -1.389 -1.333 8.117 0.003 0.008 -0.012
Si -0.004 0.012 9.458 0 -0.002 -0.004
Si 2.733 2.732 9.431 -0.007 0 0.003
Si -0.003 5.434 9.465 0.008 0.002 0.003
Si 2.723 8.157 9.426 0.004 -0.003 0
Si -0.004 -5.443 9.458 -0.003 0.001 0.005
Si 2.716 -2.72 9.437 0.001 0.003 0.007
Si 5.439 -0.001 9.407 -0.006 0.008 -0.001
Si -8.16 2.745 9.551 0.013 -0.005 -0.003
Si 5.445 5.435 9.398 -0.001 0.007 -0.003
Si -8.173 -8.144 9.55 -0.003 0.009 0.002
Si 5.439 -5.445 9.408 0.004 0 -0.001
Si -8.17 -2.694 9.549 0.004 -0.006 0.003
Si -5.455 0.016 9.511 0.012 0.002 0
Si -2.73 2.725 9.485 0 0.005 -0.002
Si -5.443 5.457 9.526 -0.011 0.01 0.001
Si -2.72 8.159 9.503 0.007 -0.009 0.004
Si -5.459 -5.425 9.53 -0.006 0.007 0.005
Si -2.727 -2.709 9.482 0.007 -0.006 -0.004
Si 1.361 -1.36 10.799 -0.012 0 0.005
Si 4.085 1.35 10.773 -0.005 -0.008 0.001
Si 1.377 4.077 10.803 0.006 0.009 0.005
Si 4.089 6.789 10.769 -0.002 0.002 0.002
Si 1.372 9.512 10.799 -0.002 -0.001 -0.001
Si 4.085 -4.09 10.778 -0.002 -0.01 0.005
Si 6.798 -1.371 10.756 0.001 -0.007 -0.001
Si -6.79 1.375 10.889 -0.005 -0.003 0
Si -9.517 4.097 10.922 -0.008 -0.002 -0.007
Si -6.797 -9.507 10.89 0.013 -0.004 -0.002
Si -9.52 -6.777 10.916 -0.003 -0.012 -0.002
Si -6.805 -4.063 10.891 0 0 0.003
Si -4.074 -1.349 10.845 -0.008 -0.004 -0.004
Si -1.351 1.366 10.826 -0.003 0 -0.002
Si -4.071 4.082 10.861 0.007 -0.005 -0.004
Si -1.347 6.792 10.839 -0.001 -0.002 0.001
Si -4.078 9.527 10.858 -0.003 0.005 -0.006
Si -1.352 -4.076 10.819 -0.001 -0.001 0.001
Si 2.732 -0.005 12.144 0.001 0.001 -0.001
Si 5.455 2.701 12.119 -0.003 0.005 0.001
Si 2.749 5.428 12.147 -0.007 0.008 0.004
Si 5.451 8.145 12.121 0.003 0.005 0.001
Si 2.741 10.867 12.15 -0.001 0.003 0.007
Si 5.447 -2.729 12.127 0.003 0.006 0.004
Si 8.154 -0.015 12.112 -0.004 0.01 0.007
Si -5.41 2.718 12.235 0.001 0 0.003
Si -8.142 5.452 12.263 -0.002 0.009 0.004
Si -5.423 -8.154 12.229 -0.005 0 0.002
Si -8.147 -5.425 12.263 -0.002 0.006 0.004
Si -5.42 -2.705 12.215 0.006 -0.005 0.002
Si -2.691 -0.003 12.19 0.005 0.002 -0.004
Si 0.032 2.712 12.169 0.003 -0.003 0.002
Si -2.689 5.426 12.209 -0.003 0.003 0.002
Si 0.032 8.15 12.174 0.003 0.005 0.007
Si -2.7 -5.431 12.189 0.003 -0.003 0
Si 0.023 -2.727 12.169 0.001 -0.004 0.005
Si 1.397 1.354 13.524 -0.01 -0.002 0.003
Si 4.107 4.049 13.49 0.003 -0.003 0
Si 1.403 6.78 13.519 0.007 -0.006 0.002
Si 4.106 9.499 13.498 0.002 -0.009 -0.001
Si 1.397 -4.086 13.517 -0.004 -0.009 0.005
Si 4.087 -1.374 13.494 -0.014 0.003 0.001
Si 6.796 1.332 13.483 0.005 -0.008 0.01
Si -6.77 4.075 13.594 0.001 -0.003 0.006
Si 6.803 6.77 13.468 -0.006 0.006 0.003
Si -6.779 -6.798 13.595 0.002 -0.001 0.01
Si 6.808 -4.096 13.474 -0.005 -0.003 0.007
Si 9.518 -1.387 13.45 0.009 -0.008 0
Si -4.034 1.343 13.568 0.003 -0.004 0.002
Si -1.309 4.058 13.55 0.007 0.002 -0.002
Si -4.046 6.795 13.556 0.007 -0.008 -0.002
Si -1.321 9.526 13.522 -0.015 0.004 0.003
Si -4.049 -4.065 13.55 -0.015 0.009 0.004
Si -1.319 -1.363 13.536 -0.008 -0.005 -0.001
Si 0.067 -0.023 14.887 0.009 -0.001 0.003
Si 2.77 2.702 14.882 0 -0.002 0.005
Si 0.077 5.404 14.895 -0.001 0.009 0.006
Si 2.777 8.122 14.87 -0.008 0.004 0.012
Si 0.047 -5.444 14.877 0.005 0.009 0.002
Si 2.756 -2.731 14.883 0.003 0.002 0.002
Si 5.429 -0.018 14.857 -0.005 0.001 -0.001
Si 8.167 2.691 14.82 -0.009 0.011 0.008
Si 5.47 5.394 14.843 0.002 0.003 0
Si 8.158 8.14 14.806 0.002 -0.006 0.002
Si 5.456 10.871 14.851 0 0.003 0.008
Si 8.163 -2.735 14.83 0.011 0.009 0.004
Si -5.37 -0.018 14.948 0.003 -0.013 0.002
Si -2.647 2.679 14.91 0.01 -0.012 0.004
Si -5.398 5.438 14.922 0.003 0.015 0.008
Si -2.661 8.156 14.878 0.003 -0.002 -0.004
Si -5.396 -5.429 14.909 -0.004 -0.003 0.006
Si -2.68 -2.71 14.899 0 0 0.007
Si 17.413 -1.104 0.032 0.144 -0.367 0.678
Si 19.945 1.389 0.106 0.168 0.143 0.544
Si 17.752 3.567 -0.045 -0.049 0.151 0.637
Si 20.671 6.34 -0.045 -0.044 0.114 0.753
Si 17.571 -6.74 0.043 0.297 -0.095 0.662
Si 20.383 -4.104 -0.281 0.006 0.095 0.703
Si 23.472 -1.6 -0.135 -0.161 0.101 0.676
Si 26.397 0.97 -0.319 -0.34 0.433 0.676
Si 22.928 4.164 -0.252 0.187 -0.183 0.677
Si 25.792 6.944 -0.034 0.08 -0.159 0.731
Si 23.543 9.165 -0.21 -0.299 0.198 0.709
Si 9.11 12.54 -0.073 0.052 -0.099 0.758
Si 11.898 -1.248 0.002 0.118 -0.112 0.733
Si 14.962 0.862 0.056 -0.083 0.361 0.64
Si 12.808 4.14 -0.026 0.038 -0.354 0.56
Si 14.851 7.24 -0.052 0.037 -0.187 0.648
Si 12.45 9.293 -0.08 -0.133 0.071 0.662
Si 15.2 -4.642 0.021 -0.145 0.38 0.689
Si 18.866 -0.045 1.528 -0.01 -0.024 -0.023
Si 21.747 2.599 1.115 -0.025 0.005 -0.042
Si 19.022 5.204 1.194 -0.017 0.003 -0.063
Si 21.894 8.019 1.12 -0.024 0.032 -0.035
Si 19.218 -5.541 1.193 -0.025 0.029 -0.056
Si 21.736 -2.685 1.096 0.06 -0.021 -0.027
Si 24.71 -0.033 1.105 0.017 0.003 -0.048
Si 11.197 2.697 1.145 -0.024 0.044 -0.03
Si 24.546 5.311 1.121 -0.011 0.004 -0.08
Si 10.815 8.134 1.144 -0.013 -0.007 -0.016
Si 24.516 10.842 1.186 -0.012 -0.016 -0.001
Si 10.714 -2.747 1.305 -0.025 -0.004 -0.071
Si 13.499 -0.242 1.416 -0.067 -0.001 -0.046
Si 16.174 2.532 1.321 0.015 -0.037 -0.029
Si 13.816 5.607 1.375 0.062 0.066 0.006
Si 16.381 8.159 1.42 -0.012 0 -0.041
Si 13.568 -5.564 1.375 -0.005 -0.015 -0.057
Si 16.316 -2.866 1.167 0.024 0.001 -0.038
Si 17.523 1.302 2.815 -0.007 0.024 0.045
Si 20.433 3.932 2.598 0.009 0.013 0.004
Si 17.751 6.66 2.585 0.038 -0.023 0.009
Si 20.545 9.391 2.529 0.022 0.003 0.005
Si 17.789 -4.147 2.533 -0.001 -0.009 0.011
Si 20.449 -1.392 2.602 -0.001 -0.043 0.015
Si 23.231 1.296 2.441 -0.003 -0.03 0
Si 25.989 3.982 2.437 0.044 -0.008 0.004
Si 23.223 6.693 2.551 0.005 -0.021 0.024
Si 25.922 9.526 2.618 -0.009 0.009 0.02
Si 23.092 12.202 2.503 -0.014 0.018 0.014
Si 9.428 -1.313 2.628 -0.011 0.005 0.036
Si 12.287 1.311 2.687 -0.002 0.02 0.025
Si 15.038 4.082 2.67 -0.031 -0.032 0.023
Si 12.204 6.821 2.586 0.027 0.03 0.008
Si 14.978 -6.841 2.758 -0.002 0.011 0.028
Si 12.181 -4.106 2.596 -0.005 0.011 -0.005
Si 14.969 -1.568 2.653 0.032 0.002 0.007
Si 16.239 -0.143 4.071 -0.008 0.008 0.013
Si 19.057 2.641 4.015 -0.001 0.019 -0.009
Si 16.419 5.375 4.027 -0.027 0.001 0.007
Si 19.134 8.067 3.898 -0.021 0.023 0.004
Si 16.406 -5.448 3.977 -0.008 0.017 -0.022
Si 19.106 -2.788 3.947 -0.027 0.001 -0.007
Si 21.873 -0.035 3.889 -0.014 0.035 0.018
Si 24.592 2.654 3.839 -0.008 0.017 -0.009
Si 21.819 5.355 3.914 -0.014 -0.004 -0.012
Si 24.558 8.101 3.935 -0.004 -0.001 -0.009
Si 21.826 10.809 3.925 0.004 0.008 0
Si 24.555 -2.756 3.855 0.002 -0.001 -0.012
Si 10.844 -0.004 3.989 0.006 -0.028 -0.002
Si 13.638 2.71 4.002 0.02 -0.012 -0.022
Si 10.877 5.413 3.915 0.009 -0.001 0.002
Si 13.569 8.119 4.018 0.003 -0.04 0.008
Si 10.844 -5.466 3.954 -0.013 -0.016 0.016
Si 13.569 -2.824 4.007 -0.001 -0.011 0.024
Si 17.695 -1.341 16.15 0.006 0.006 -0.007
Si 20.384 1.367 16.237 0.006 0.009 -0.006
Si 17.692 4.082 16.179 0.003 0.011 -0.013
Si 20.382 6.792 16.255 0.002 0 0.001
Si 17.685 -6.822 16.2 0.002 0.01 0.005
Si 20.389 -4.109 16.221 -0.006 0.008 -0.01
Si 23.074 -1.372 16.288 -0.005 0.011 -0.012
Si 9.501 1.318 16.177 0.008 -0.019 -0.006
Si 23.07 4.078 16.307 0.002 -0.019 0.004
Si 9.514 6.767 16.141 -0.005 -0.008 -0.004
Si 23.08 9.498 16.329 -0.009 0.019 -0.002
Si 9.53 -4.122 16.152 -0.002 -0.002 -0.001
Si 12.252 -1.357 16.108 -0.007 -0.014 -0.018
Si 14.972 1.329 16.135 -0.016 0.008 0.007
Si 12.255 4.071 16.109 0.011 0.012 -0.006
Si 14.964 6.744 16.134 0.006 -0.006 -0.012
Si 12.233 -6.819 16.112 0.01 -0.009 -0.005
Si 14.963 -4.096 16.1 -0.017 0.016 -0.011
Si 19.022 0.001 17.57 -0.023 0.001 0.014
Si 21.68 2.734 17.664 -0.003 -0.004 -0.005
Si 19.02 5.428 17.604 -0.004 -0.013 -0.005
Si 21.678 8.154 17.681 0.002 -0.013 0.019
Si 19.006 -5.433 17.582 0.004 -0.009 0.002
Si 21.717 -2.765 17.621 -0.015 0.006 0.007
Si 24.396 0.013 17.66 -0.001 -0.004 -0.004
Si 10.913 2.7 17.441 -0.004 0.016 -0.016
Si 24.398 5.434 17.707 0.002 0.025 0.007
Si 10.851 8.161 17.462 -0.003 -0.005 -0.013
Si 24.434 10.854 17.717 0.011 -0.008 -0.012
Si 10.899 -2.721 17.437 0.02 0.013 0.003
Si 13.607 -0.026 17.495 0.014 -0.003 0.018
Si 16.318 2.706 17.477 0.008 -0.001 0.001
Si 13.595 5.407 17.502 -0.004 -0.016 0.023
Si 16.323 -8.242 17.495 -0.027 -0.002 -0.007
Si 13.614 -5.467 17.437 -0.002 0.009 0.025
Si 16.289 -2.694 17.434 0.018 -0.01 -0.021
Si 17.653 1.402 18.889 0.014 0.019 -0.036
Si 20.304 4.086 19.051 0.033 -0.019 0.006
Si 17.637 6.764 18.949 -0.006 0.012 -0.008
Si 20.299 -6.776 19.028 0.002 -0.006 -0.014
Si 17.579 -4.025 18.824 -0.007 0.015 -0.035
Si 20.327 -1.41 18.936 -0.021 0.004 -0.023
Si 23.023 1.365 19.019 -0.006 0.006 -0.026
Si 9.579 3.988 18.85 -0.007 0 -0.02
Si 22.999 6.773 19.079 -0.011 -0.006 -0.03
Si 9.53 9.507 18.873 0.004 -0.023 -0.011
Si 23.065 -4.098 19.035 -0.023 0.003 -0.01
Si 25.731 -1.334 19.042 0.015 -0.001 -0.037
Si 12.253 1.371 18.804 0 0.008 -0.015
Si 14.947 4.01 18.849 0 -0.005 -0.035
Si 12.19 6.797 18.787 -0.006 -0.003 -0.029
Si 14.93 -6.889 18.771 -0.017 -0.001 -0.031
Si 12.317 -4.034 18.76 0.019 0.019 -0.034
Si 14.985 -1.371 18.85 -0.022 -0.014 -0.008
Si 16.269 0.047 20.195 -0.007 0.015 0.055
Si 18.92 2.728 20.389 -0.021 -0.02 0.045
Si 16.283 5.354 20.245 0.018 -0.017 0.077
Si 18.859 8.179 20.374 0.001 0.02 0.039
Si 16.241 -5.476 20.066 0.009 -0.012 0.036
Si 18.841 -2.672 20.268 -0.003 0.043 0.036
Si 21.667 -0.072 20.318 0.015 -0.002 0.026
Si 24.378 2.738 20.39 0.006 -0.001 0.007
Si 21.596 5.435 20.486 0.024 0.017 0.033
Si 24.354 8.125 20.478 -0.023 -0.01 0.069
Si 21.701 -5.409 20.411 0.006 -0.018 0.053
Si 24.391 -2.729 20.399 0.006 -0.018 0.071
Si 10.811 0.017 20.008 -0.033 0.005 0.059
Si 13.618 2.629 20.236 0.021 -0.007 0.051
Si 10.932 5.374 20.157 0.004 -0.002 0.049
Si 13.513 8.156 20.141 -0.001 0.026 0.026
Si 10.912 10.97 20.064 -0.014 0.007 0.046
Si 13.689 -2.744 20.216 -0.01 -0.029 0.049
Si 17.77 -1 21.603 -0.086 -0.289 -0.697
Si 20.101 1.092 21.578 0.111 0.141 -0.724
Si 17.253 3.783 21.725 0.273 0.129 -0.779
Si 20.428 7.107 21.708 -0.122 -0.29 -0.708
Si 17.726 -6.444 21.59 -0.27 -0.388 -0.582
Si 20.014 -4.222 21.522 0.278 0.183 -0.614
Si 23.27 -1.136 21.693 -0.37 -0.308 -0.654
Si 9.377 1.063 21.546 0.085 0.164 -0.784
Si 23.189 4.232 21.746 -0.21 -0.169 -0.727
Si 9.47 6.519 21.552 0.104 0.22 -0.74
Si 22.744 -7.047 21.759 0.205 0.171 -0.743
Si 25.943 -3.731 21.839 -0.022 -0.228 -0.726
Si 12.048 -1.466 21.228 0.269 0.066 -0.756
Si 15.114 1.462 21.656 -0.234 -0.125 -0.753
Si 12.527 4.265 21.457 -0.149 -0.108 -0.74
Si 14.665 6.56 21.376 0.13 0.106 -0.697
Si 12.4 9.831 21.379 -0.023 -0.216 -0.68
Si 14.74 -4.44 21.492 0.077 0.241 -0.625
Si 11.562 6.831 -4.502 -0.093 0.089 0.013
Si 16.614 -4.982 23.798 -0.126 -0.168 -0.136
Si 21.995 2.256 23.858 0.016 -0.014 -0.123
Si 24.896 -2.857 -6.864 0.087 0.072 0.164
Si 8.841 -6.23 -4.351 0.05 0.059 0.045
Si 20.498 -0.321 -4.821 -0.122 -0.029 -0.033
Si 11.867 1.73 -4.625 0.083 0.019 0.082
Si 25.681 -4.665 -4.989 0.075 0.07 -0.073
Si 26.699 0.503 -3.277 -0.186 0.081 0.105
Si 12.599 -2.641 -2.777 -0.056 -0.038 0.173
Si 8.404 7.294 -4.838 -0.022 -0.14 -0.107
Si 15.311 -0.66 -5.108 0.052 0.02 0.019
Si 20.186 2.171 -6.384 0.028 -0.044 0.034
Si 21.059 4.647 -4.775 -0.015 -0.082 0.017
Si 20.555 -2.766 -6.503 -0.124 -0.012 -0.004
Si 15.173 -3.892 -2.76 0.012 -0.051 0.075
Si 19.832 2.419 25.95 0.083 -0.044 -0.061
Si 12.338 2.916 -7.216 -0.006 -0.063 0.012
Si 23.035 -0.45 24.571 0.111 0.019 -0.071
Si 22.96 5.994 -6.777 0.038 -0.136 -0.085
Si 13.258 0.116 23.709 0.093 -0.028 -0.066
Si 14.832 -5.187 -5.557 -0.006 0.04 0.013
Si 12.775 -2.313 25.526 -0.053 0.026 -0.126
Si 11.092 -6.535 25.913 0.042 -0.07 -0.079
Si 21.569 0.074 -1.969 0.071 -0.045 0.043
Si 21.318 -5.618 -5.374 -0.096 -0.026 0.055
Si 17.255 -1.397 24.568 0.076 0.027 -0.113
Si 18.174 -1.931 -5.029 -0.118 0.01 -0.091
Si 19.381 -8.024 -2.022 -0.06 0.001 0.057
Si 10.342 -3.808 24.469 0.112 0.123 -0.242
Si 11.498 5.695 -7.24 -0.1 0.148 -0.143
Si 18.011 4.259 24.72 -0.038 0.074 -0.176
Si 21.692 -5.959 -2.2 0.097 0.034 -0.131
Si 14.368 7.406 24.061 0.079 0.161 -0.135
Si 9.505 -5.098 -7.033 0.047 0.036 0.013
Si 10.824 5.422 -2.048 -0.11 0.019 0.059
Si 28.319 -4.917 -6.902 -0.02 0.045 0.045
Si 25.776 5.199 -7.109 -0.048 0.022 -0.045
Si 14.468 1.284 -2.904 -0.025 -0.107 0.002
Si 15.36 3.857 -2.034 -0.055 -0.018 0.208
Si 19.348 -3.341 24.233 -0.05 0.039 -0.141
Si 11.276 2.43 23.701 0.046 -0.039 -0.224
Si 11.291 8.067 23.57 0.006 0.024 -0.137
Si 11.096 4.171 26.154 0.018 -0.099 -0.014
Si 18.762 6.566 -4.242 -0.122 -0.047 0.014
Si 17.898 6.035 -7.079 0.005 -0.236 -0.044
Si 18.12 -2.864 -2.18 0.078 0.073 0.057
Si 12.367 -1.17 -5.339 0.096 -0.031 0.098
Si 15.5 -3.651 26.022 0.042 -0.052 -0.021
Si 10.937 -5.23 -2.251 -0.006 0.044 0.161
Si 19.732 6.718 24.725 0.048 0.127 -0.055
Si 15.822 6.503 -2.959 0.011 0.085 0.025
Si 13.694 5.794 26.197 0.002 0.051 0.087
Si 14.129 8.095 -5.018 0.025 0.04 0.008
Si 17.729 -1.444 5.335 -0.001 -0.021 0.005
Si 20.484 1.286 5.296 0.013 -0.021 0.009
Si 17.762 4.034 5.389 0.01 -0.018 0.021
Si 20.487 6.737 5.296 -0.017 -0.012 -0.001
Si 17.763 9.452 5.276 0.011 -0.012 0.002
Si 20.46 12.165 5.3 0.007 -0.008 0.003
Si 23.213 -1.405 5.266 0.007 -0.005 -0.002
Si 25.94 1.322 5.268 0.003 0.011 -0.004
Si 23.221 4.01 5.252 0.007 -0.009 0.004
Si 9.512 6.792 5.268 0.006 0.017 0
Si 23.2 9.472 5.302 -0.004 -0.01 0.002
Si 9.485 -4.083 5.297 0.002 0.017 -0.003
Si 12.225 -1.39 5.318 -0.008 0.016 0.005
Si 14.946 1.31 5.378 -0.002 0 0.012
Si 12.234 4.066 5.31 -0.001 -0.007 -0.006
Si 14.981 6.742 5.32 0.01 0.011 0.002
Si 12.219 -6.811 5.335 0.013 0.003 0.003
Si 14.993 -4.138 5.343 0.018 0.007 0.005
Si 19.109 -0.065 6.665 0.001 0.002 0.001
Si 21.846 2.67 6.644 -0.011 0.012 -0.009
Si 19.125 5.415 6.7 -0.002 -0.008 0.005
Si 21.829 8.118 6.666 -0.006 0.007 -0.003
Si 19.099 10.815 6.668 -0.011 0.01 -0.004
Si 21.835 -2.766 6.639 -0.004 -0.006 -0.006
Si 24.563 -0.035 6.648 0.003 -0.012 -0.004
Si 10.862 2.712 6.662 -0.003 0.006 0
Si 8.157 5.437 6.643 0.007 -0.001 0.002
Si 10.867 8.129 6.666 0.003 0.003 -0.003
Si 8.159 -5.44 6.691 0.007 -0.003 0.007
Si 10.863 -2.746 6.668 0.011 -0.005 0.003
Si 13.57 -0.036 6.707 -0.001 0.008 0.001
Si 16.363 2.662 6.698 0.007 -0.008 -0.01
Si 13.617 5.398 6.679 0.004 -0.01 0
Si 16.365 8.122 6.646 -0.004 0.001 -0.003
Si 13.617 -5.484 6.688 0.004 -0.003 0.008
Si 16.352 -2.773 6.698 -0.01 0.006 0.002
Si 17.744 1.304 8.03 0.005 0.02 0.006
Si 20.487 4.034 8.028 0.014 0.02 0.007
Si 17.73 6.775 8.025 0.003 -0.002 -0.002
Si 20.464 9.475 8.037 -0.007 -0.007 0.003
Si 17.729 -4.139 8.032 -0.018 -0.011 -0.003
Si 20.472 -1.416 8.025 -0.005 -0.005 -0.002
Si 23.194 1.318 8.028 0.001 0.006 -0.003
Si 9.512 4.078 8.017 0.011 -0.007 -0.004
Si 23.173 6.758 8.047 -0.006 -0.003 0.005
Si 9.519 9.5 8.03 0.01 0.001 -0.006
Si 23.179 -4.112 8.04 -0.005 -0.002 -0.001
Si 9.507 -1.368 8.016 0.005 -0.001 -0.007
Si 12.215 1.346 8.034 -0.007 -0.018 0.003
Si 14.987 4.038 8.031 -0.011 -0.009 -0.006
Si 12.251 6.776 8.017 0 -0.002 -0.005
Si 14.999 -6.845 8.021 0 -0.006 -0.001
Si 12.247 -4.102 8.02 0.008 0.012 -0.008
Si 14.979 -1.392 8.032 0.025 0.012 -0.007
Si 16.358 -0.039 9.381 -0.012 -0.009 0.005
Si 19.102 2.684 9.38 -0.001 -0.014 0
Si 16.359 5.41 9.372 0.002 0.004 -0.003
Si 19.088 8.13 9.396 -0.014 0.011 0.004
Si 16.356 -5.483 9.386 0.002 0.003 0.004
Si 19.094 -2.766 9.385 0 -0.001 -0.003
Si 21.819 -0.037 9.394 0 -0.007 0.002
Si 8.159 2.712 9.382 0.004 0.008 0.002
Si 21.813 5.404 9.414 -0.009 -0.002 0
Si 8.156 8.143 9.385 0.004 0.008 -0.001
Si 21.811 -5.47 9.404 0 0.002 -0.003
Si 8.159 -2.724 9.392 0.001 -0.005 0
Si 10.864 -0.018 9.387 -0.004 0.014 0.005
Si 13.609 2.689 9.378 0.002 -0.003 0
Si 10.886 5.422 9.374 0.002 0.003 0
Si 13.624 8.126 9.374 0.013 -0.004 0.005
Si 10.889 -5.462 9.379 0.01 -0.013 0
Si 13.613 -2.75 9.383 -0.008 0.002 -0.001
Si 17.724 -1.398 10.736 -0.002 0.003 -0.003
Si 20.451 1.328 10.754 -0.001 0.011 -0.001
Si 17.728 4.053 10.727 -0.001 0.004 -0.004
Si 20.442 6.768 10.763 -0.001 -0.007 0
Si 17.723 9.491 10.752 -0.005 -0.004 0.004
Si 20.448 -4.11 10.768 -0.006 -0.009 -0.001
Si 23.159 -1.383 10.793 0.004 -0.004 0.002
Si 9.509 1.344 10.744 -0.004 -0.014 0.004
Si 6.802 4.065 10.749 -0.001 -0.008 -0.001
Si 9.523 6.778 10.732 0.007 -0.002 -0.003
Si 6.8 -6.818 10.75 0 -0.005 0
Si 9.521 -4.1 10.732 0.009 0.013 -0.004
Si 12.244 -1.38 10.726 0.002 0.002 -0.003
Si 14.984 1.329 10.723 0.003 0.008 0.002
Si 12.248 4.058 10.727 0.001 0.002 -0.004
Si 14.991 6.768 10.728 -0.008 -0.003 0.001
Si 12.26 9.496 10.724 0.006 0.006 -0.003
Si 14.985 -4.114 10.73 0.006 -0.004 -0.001
Si 19.076 -0.028 12.104 -0.002 -0.004 -0.001
Si 21.785 2.694 12.145 0.003 -0.002 0.001
Si 19.071 5.413 12.112 0 0.007 0.001
Si 21.784 8.132 12.147 -0.009 0.004 -0.004
Si 19.081 10.851 12.121 -0.004 0.006 0.001
Si 21.791 -2.744 12.149 -0.003 0.008 -0.001
Si 24.49 -0.021 12.196 -0.001 -0.001 -0.002
Si 10.882 2.705 12.083 0.009 0.005 -0.002
Si 8.165 5.421 12.1 0.004 0.007 0.002
Si 10.889 8.14 12.074 0.007 0.001 -0.003
Si 8.159 -5.454 12.098 0.007 -0.002 0.003
Si 10.879 -2.737 12.08 0.001 -0.009 -0.001
Si 13.61 -0.021 12.077 0 -0.006 0.009
Si 16.352 2.695 12.069 -0.008 -0.001 -0.004
Si 13.62 5.412 12.078 0.006 -0.002 0.006
Si 16.348 8.13 12.091 0.007 0.005 0.002
Si 13.62 -5.469 12.086 -0.007 0.001 0.003
Si 16.352 -2.754 12.085 -0.004 -0.001 0.003
Si 17.709 1.351 13.442 -0.008 0.008 -0.001
Si 20.422 4.066 13.495 -0.008 -0.008 0.005
Si 17.706 6.781 13.46 -0.014 -0.001 0.004
Si 20.424 9.492 13.504 0.005 -0.003 0.002
Si 17.712 -4.102 13.46 0.01 -0.006 0.005
Si 20.423 -1.374 13.492 -0.007 0.003 0.002
Si 23.12 1.346 13.543 0.003 0.002 0.003
Si 9.521 4.054 13.45 0.001 -0.002 0.005
Si 23.119 6.786 13.55 0.002 0 -0.001
Si 9.518 -6.831 13.432 0.012 -0.001 0.001
Si 23.125 -4.099 13.549 0.005 -0.005 0.005
Si 25.823 -1.379 13.596 0.009 -0.006 0.005
Si 12.242 1.343 13.43 -0.011 0.009 0.005
Si 14.986 4.046 13.424 0.014 -0.002 0.003
Si 12.255 6.78 13.421 -0.002 0 -0.002
Si 14.982 9.49 13.443 0 0.002 0.005
Si 12.241 -4.102 13.42 0.001 0.008 -0.003
Si 14.981 -1.383 13.419 -0.002 -0.004 0.005
Si 16.336 -0.012 14.772 0.009 -0.009 0.001
Si 19.05 2.708 14.835 -0.003 0.004 0.005
Si 16.339 5.407 14.786 -0.008 -0.001 0
Si 19.049 8.137 14.851 0 0 -0.001
Si 16.348 -5.472 14.799 -0.002 -0.002 0.006
Si 19.058 -2.738 14.836 0.002 0.007 0.001
Si 21.748 -0.011 14.892 -0.001 -0.006 -0.001
Si 24.439 2.716 14.942 0.003 -0.001 -0.005
Si 21.747 5.428 14.9 0.002 0.011 -0.002
Si 24.442 8.151 14.953 -0.003 -0.013 0.004
Si 21.766 10.846 14.897 -0.011 -0.006 -0.001
Si 24.453 -2.739 14.953 -0.002 0 0.001
Si 10.869 -0.008 14.786 0.008 0.002 0
Si 13.617 2.694 14.777 -0.001 0 -0.003
Si 10.889 5.432 14.775 0.004 0.009 -0.003
Si 13.611 8.128 14.788 -0.006 -0.005 0.008
Si 10.875 -5.464 14.767 -0.001 0.004 0.003
Si 13.602 -2.735 14.76 0 -0.005 0.003
Si 34.462 -1.766 0.112 -0.071 0.174 0.688
Si 36.808 1.53 0.169 0.143 -0.173 0.701
Si 34.651 3.785 0.303 -0.171 0.01 0.765
Si 37.042 6.598 0.219 -0.07 0.219 0.747
Si 33.909 -6.582 0.105 0.186 -0.132 0.779
Si 36.725 -3.895 0.298 -0.043 -0.172 0.686
Si 39.662 -1.762 0.372 0.044 0.24 0.762
Si 42.166 1.272 0.424 -0.08 0.091 0.657
Si 39.416 4.571 0.151 0.062 -0.383 0.705
Si -23.148 6.916 0.583 -0.005 0.045 0.522
Si -25.287 9.125 0.155 -0.156 0.079 0.738
Si 25.655 12.443 -0.116 0.169 -0.003 0.654
Si 28.753 -1.178 -0.021 0.12 -0.338 0.721
Si 31.519 1.594 -0.096 0.21 -0.384 0.598
Si 29.313 3.9 -0.088 -0.523 0.234 0.59
Si 31.159 7.059 0.204 0.185 -0.109 0.722
Si 28.995 9.271 0.311 -0.119 0.026 0.688
Si 31.692 -4.39 0.124 -0.13 0.133 0.743
Si 35.556 -0.075 1.389 -0.004 0.005 -0.028
Si 38.33 2.794 1.424 -0.001 0.083 -0.05
Si 35.603 5.427 1.624 0.004 0.004 -0.046
Si -27.033 8.17 1.477 0.023 0.007 -0.068
Si 35.464 -5.465 1.48 -0.009 -0.005 -0.05
Si 38.168 -2.82 1.762 -0.001 -0.019 -0.043
Si 40.743 -0.075 1.65 -0.01 -0.042 -0.051
Si 27.431 2.747 0.946 0.033 -0.017 -0.06
Si -24.526 5.533 1.797 0.012 -0.007 -0.053
Si 27.313 8.069 1.388 -0.017 0.007 -0.033
Si -24.35 10.825 1.509 -0.012 0.028 -0.045
Si 27.387 -2.769 1.149 -0.009 -0.017 -0.038
Si 30.296 0 1.26 0.021 0.044 -0.04
Si 32.92 2.695 1.433 0.015 0.005 -0.079
Si 30.116 5.425 1.502 -0.018 0.013 -0.037
Si 32.806 8.156 1.438 -0.001 0.018 -0.054
Si 30.167 -5.487 1.544 0.008 -0.001 -0.035
Si 32.853 -2.826 1.45 -0.016 -0.008 -0.048
Si 34.176 1.261 2.797 0.01 -0.003 0.031
Si 36.955 4.06 2.927 0.025 -0.026 0.032
Si 34.129 6.787 2.828 -0.017 0.004 0.005
Si -28.443 9.506 2.821 0.001 -0.003 0.011
Si 34.133 -4.14 2.898 0.002 -0.003 0.035
Si 36.814 -1.34 2.937 -0.03 0.018 0.023
Si 39.467 1.39 2.93 -0.022 0.008 0.008
Si -23.213 4.123 3.095 0.014 -0.003 0.019
Si -25.864 6.898 3.069 -0.006 0.017 0.028
Si -23.077 9.628 3.053 -0.018 0.004 0.028
Si -25.746 12.09 2.975 0.025 -0.02 0.031
Si 26.025 -1.389 2.546 -0.011 -0.005 0.019
Si 28.772 1.392 2.494 -0.023 0.004 0.031
Si 31.52 4.065 2.788 0.009 -0.013 0.009
Si 28.631 6.709 2.783 0.006 0.03 0.026
Si 31.474 -6.859 2.893 0.005 -0.024 0.042
Si 28.667 -4.086 2.662 -0.014 0.01 0.006
Si 31.477 -1.4 2.721 -0.01 -0.013 -0.004
Si 32.769 -0.05 4.154 0.001 0.021 -0.006
Si 35.491 2.681 4.187 -0.012 0.009 -0.028
Si 32.778 5.439 4.194 -0.011 -0.011 0.028
Si -29.819 8.157 4.2 0.01 -0.002 -0.023
Si 32.764 -5.471 4.256 0.012 -0.012 0.001
Si 35.438 -2.724 4.254 -0.003 -0.024 -0.017
Si 38.11 0.045 4.302 0.002 0 0
Si -24.51 2.704 4.387 -0.024 0.008 0.001
Si -27.145 5.456 4.383 0.004 -0.027 -0.009
Si -24.455 8.238 4.371 -0.016 -0.007 -0.019
Si -27.162 10.819 4.309 0.007 -0.012 -0.008
Si -24.477 -2.767 4.343 -0.009 0.013 -0.027
Si 27.371 0.014 3.901 0.008 0.01 -0.023
Si 30.044 2.697 4.021 -0.024 -0.014 -0.017
Si 27.236 5.313 4.001 -0.032 0.005 0.015
Si 30.006 8.099 4.131 0.008 0.003 -0.012
Si 27.285 -5.452 4.006 0.012 -0.033 0.014
Si 30.021 -2.72 4.043 0.014 -0.025 0.003
Si 33.923 -1.31 16.498 0.005 0.009 -0.006
Si 36.648 1.382 16.505 -0.004 0.008 -0.003
Si 33.918 4.103 16.449 -0.01 0.015 0
Si -28.594 6.839 16.505 0.017 0.008 -0.015
Si 33.931 -6.74 16.491 0.019 -0.004 -0.01
Si 36.666 -3.997 16.528 0.005 0.007 -0.008
Si 39.386 -1.35 16.572 -0.02 -0.004 0.003
Si 25.782 1.35 16.311 -0.006 -0.011 -0.006
Si -25.879 4.113 16.572 -0.004 0.021 -0.001
Si 25.771 6.815 16.37 0.003 0.008 0.001
Si -25.856 9.562 16.528 -0.001 0.002 -0.008
Si 25.791 -4.091 16.358 -0.002 -0.005 -0.008
Si 28.501 -1.376 16.396 0.004 0.006 -0.001
Si 31.214 1.367 16.435 0.009 0 -0.007
Si 28.483 4.092 16.359 0.01 0.005 -0.012
Si 31.196 6.832 16.41 0.006 0.014 -0.004
Si 28.468 -6.767 16.383 -0.003 -0.005 -0.008
Si 31.197 -4.044 16.458 0.007 0.003 0
Si 35.281 0.045 17.882 -0.006 -0.016 0.003
Si 37.985 2.737 17.887 -0.01 -0.005 -0.02
Si 35.298 5.45 17.801 0.007 0 -0.01
Si -27.231 8.216 17.867 0.003 -0.03 -0.002
Si 35.253 -5.313 17.857 -0.007 0.002 -0.02
Si 38.014 -2.688 17.977 -0.011 -0.005 0.018
Si 40.769 0.028 17.888 0.009 -0.005 -0.014
Si 27.136 2.695 17.686 -0.012 0 -0.004
Si -24.489 5.489 17.918 -0.013 -0.007 0.019
Si 27.096 8.215 17.754 0.003 0.011 -0.018
Si -24.506 10.887 17.944 0.006 -0.009 -0.024
Si 27.124 -2.727 17.754 0.007 -0.026 0.003
Si 29.864 -0.028 17.779 0.013 -0.011 -0.017
Si 32.533 2.765 17.808 -0.006 -0.005 0.008
Si 29.803 5.475 17.735 0.001 -0.011 -0.005
Si 32.544 -8.129 17.792 -0.005 0.014 0.005
Si 29.796 -5.407 17.779 -0.008 0.008 -0.007
Si 32.536 -2.659 17.846 -0.009 0.004 -0.007
Si 33.91 1.451 19.199 0.017 0.002 -0.018
Si 36.608 4.11 19.231 -0.009 -0.001 -0.011
Si 33.921 6.805 19.112 -0.016 0.006 -0.025
Si 36.667 -6.666 19.13 0.028 0.023 -0.024
Si 33.873 -3.96 19.261 0.049 -0.017 -0.001
Si 36.596 -1.306 19.317 -0.02 0.017 -0.043
Si 39.347 1.355 19.217 -0.002 -0.012 0.01
Si 25.786 4.052 19.032 -0.011 -0.001 -0.016
Si -25.871 6.87 19.267 0.015 0.018 -0.043
Si 25.743 9.534 19.183 0.016 -0.005 0.009
Si 39.422 -4.082 19.318 -0.026 0.015 -0.018
Si 42.152 -1.285 19.271 0.045 -0.037 -0.017
Si 28.483 1.338 19.067 -0.021 0.013 -0.011
Si 31.101 4.109 19.128 0.01 -0.021 -0.027
Si 28.463 6.86 19.087 0.019 0 -0.012
Si 31.163 -6.753 19.128 -0.009 -0.001 -0.031
Si 28.448 -4.072 19.197 0.008 -0.014 -0.019
Si 31.184 -1.331 19.254 -0.021 0.008 0.004
Si 32.513 0.132 20.563 0.004 0.013 0.074
Si 35.237 2.803 20.647 -0.022 0.014 0.047
Si 32.52 5.437 20.442 0.01 -0.016 0
Si 35.256 8.294 20.358 -0.021 -0.028 0.035
Si 32.441 -5.32 20.521 -0.037 -0.005 0.064
Si 35.139 -2.594 20.73 0.016 0.035 0.072
Si 38.021 0.043 20.668 -0.003 -0.018 0.017
Si 40.719 2.724 20.508 0.018 0.059 0.03
Si 37.983 5.478 20.54 0.015 -0.015 0.046
Si -24.557 8.195 20.777 0.006 -0.014 0.063
Si 37.965 -5.409 20.658 -0.012 0.005 0.059
Si 40.785 -2.675 20.663 0.008 0.012 0.02
Si 27.098 0.029 20.407 0.016 -0.005 0.019
Si 29.744 2.699 20.481 0.047 0.041 0.061
Si 27.115 5.464 20.378 -0.021 -0.025 0.08
Si 29.835 8.161 20.489 -0.021 -0.016 0.038
Si 27.077 10.889 20.617 0.003 0.032 0.045
Si 29.785 -2.683 20.615 -0.024 -0.008 0.046
Si 34.071 -0.83 22.019 -0.145 -0.41 -0.704
Si 36.459 1.256 21.946 0.21 0.252 -0.713
Si 33.544 3.922 21.899 0.27 0.063 -0.689
Si 36.731 7.106 21.672 -0.01 -0.207 -0.681
Si 33.647 -6.927 21.662 0.225 0.188 -0.72
Si 36.745 -3.815 21.921 -0.172 -0.211 -0.747
Si 39.074 -1.65 21.952 0.273 0.262 -0.709
Si 25.511 1.162 21.698 0.319 0.385 -0.676
Si 39.544 4.276 21.834 -0.189 -0.133 -0.699
Si 25.447 6.427 21.703 0.08 0.243 -0.759
Si 38.994 -7.048 22.039 0.306 0.265 -0.711
Si 42.494 -3.693 21.96 -0.242 -0.345 -0.654
Si 28.166 -1.487 21.831 0.183 0.106 -0.7
Si 31.331 1.674 21.891 -0.176 -0.133 -0.75
Si 28.419 4.119 21.784 -0.031 0.002 -0.714
Si 31.503 7.06 21.749 -0.37 -0.248 -0.708
Si 28.699 9.683 21.849 -0.212 -0.134 -0.747
Si 30.847 -4.293 21.977 0.282 0.249 -0.699
Si 30.993 5.269 -2.17 -0.046 -0.115 0.17
Si -32.025 -3.839 -6.887 -0.01 0.002 0.037
Si -27.707 3.213 24.019 0.025 -0.104 -0.082
Si -23.063 -2.163 -5.482 -0.064 -0.08 0.043
Si 27.72 -5.136 -1.916 0.012 -0.057 0.157
Si -29.33 -5.086 -6.561 -0.013 0.062 0.03
Si 26.872 6.802 -2.873 0.022 0.047 0.034
Si -31.833 -0.338 25.012 0.105 0.083 -0.184
Si -24.361 1.533 -2.356 -0.012 0.007 0.199
Si 25.592 -1.89 -4.267 -0.066 -0.009 -0.019
Si 22.762 2.73 -2.88 0.182 0.079 0.004
Si 30.33 1.705 -7.245 0.058 0.075 0.011
Si -27.466 4.719 -4.5 -0.076 -0.029 0.033
Si -29.553 2.494 -4.207 0.016 0.171 -0.019
Si -29.047 -0.508 -3.994 0.063 0.091 -0.092
Si 32.022 1.187 -3.186 0.005 -0.024 0.1
Si -28.038 -0.583 -6.929 0.045 -0.025 -0.073
Si 24.309 0.613 -4.722 0.031 -0.157 0.076
Si -24.651 1.523 26.173 0 -0.008 -0.029
Si -31.311 7.134 26.012 0.029 0.007 -0.053
Si 29.375 0.474 24.031 -0.039 -0.082 -0.171
Si 28.221 -3.853 25.867 0.118 0.015 0.021
Si 23.521 -7.447 -6.782 -0.127 0.014 0.022
Si 30.712 -6.007 -5.198 -0.102 0.086 -0.083
Si -26.879 -0.192 -1.948 -0.1 0.129 0.151
Si -26.798 -4.941 -4.86 0.023 0.02 -0.1
Si -25.898 -2.51 -6.536 -0.08 0.07 -0.004
Si 31.834 -3.479 -4.234 -0.022 0.035 -0.086
Si -30.058 6.582 -4.202 0.03 -0.102 0.084
Si 25.329 -4.445 24.762 0.01 0.131 -0.06
Si 25.705 -7.573 -4.686 0.104 0.032 0.047
Si -29.412 2.174 -7.242 0.063 -0.124 -0.022
Si -27.112 -5.705 -1.863 0.004 -0.06 0.182
Si -31.71 -6.327 24.647 -0.098 0.108 -0.061
Si 28.325 -7.309 -3.929 0.018 -0.031 0.084
Si 28.359 8.082 24.575 0.022 0.036 -0.168
Si -24.354 -0.501 23.849 -0.007 -0.11 0.077
Si -26.775 -6.856 24.966 0.056 0.103 -0.072
Si 32.325 3.046 -5.541 0.004 0.089 -0.037
Si -31.473 4.448 -2.542 -0.054 -0.085 0.011
Si -29.164 -4.922 24.823 0.037 -0.01 -0.026
Si 26.971 2.495 23.941 -0.023 -0.01 -0.051
Si 25.724 7.033 24.655 0.042 -0.044 -0.078
Si 23.732 -6.999 24.693 -0.025 0.033 -0.125
Si -29.455 -7.856 -1.994 0.002 -0.085 0.219
Si 29.931 -2.963 -2.115 0.12 0 0.021
Si -31.729 -1.487 -2.85 -0.114 0.117 0.102
Si 27.89 4.696 -4.972 0.084 -0.002 -0.018
Si 31.1 -4.543 24.953 -0.031 0.077 -0.173
Si 29.179 1.843 -4.384 0.031 0.096 -0.143
Si -29.976 5.452 23.873 -0.099 -0.082 -0.085
Si -31.995 5.81 -6.288 -0.056 -0.136 0.104
Si 30.093 5.631 23.937 0.036 0.048 -0.01
Si 30.634 5.482 -5.059 0.055 0 -0.029
Si 34.058 -1.381 5.591 0.013 0.006 0.003
Si 36.753 1.369 5.661 0.005 0.019 0.007
Si 34.105 4.053 5.542 0.022 0.01 0.01
Si -28.55 6.808 5.66 0.004 0.015 -0.001
Si 34.106 9.496 5.599 0.005 0.004 0.007
Si -28.504 12.237 5.626 -0.009 0.004 0.001
Si -25.832 -1.355 5.65 0 0 -0.001
Si -23.124 1.38 5.716 0.014 -0.008 0.013
Si -25.821 4.095 5.737 0.005 -0.001 0.013
Si 25.896 6.738 5.331 0.01 0.007 0.014
Si -25.833 9.531 5.734 -0.007 -0.001 0.008
Si 25.89 -4.084 5.313 -0.007 0.005 -0.003
Si 28.652 -1.342 5.369 0.001 0.015 -0.001
Si 31.357 1.335 5.445 0.006 0.009 0.011
Si 28.637 4.019 5.389 0.015 0.01 0.006
Si 31.353 6.765 5.521 0.003 0.018 0.001
Si 28.622 -6.815 5.414 -0.016 -0.003 0.015
Si 31.332 -4.079 5.488 -0.021 0.012 -0.002
Si 35.38 -0.006 6.977 -0.007 -0.006 0.003
Si -27.202 2.732 7.049 -0.004 0.012 -0.002
Si -29.907 5.43 6.981 0 -0.011 -0.004
Si -27.199 8.155 7.048 0.006 -0.011 -0.003
Si -29.87 10.879 6.98 0.005 -0.015 0
Si -27.187 -2.708 7.013 -0.007 0.004 -0.005
Si -24.484 -0.003 7.039 0.007 0.006 -0.011
Si 27.251 2.667 6.723 0.002 -0.003 -0.006
Si 24.526 5.384 6.682 -0.009 0.014 -0.009
Si 27.245 8.112 6.729 -0.001 -0.008 0.002
Si 24.546 -5.471 6.679 -0.002 -0.006 0.004
Si 27.252 -2.72 6.701 -0.009 0.01 -0.007
Si 29.978 -0.013 6.801 -0.003 -0.001 -0.002
Si 32.684 2.702 6.857 -0.001 -0.008 -0.008
Si 29.955 5.392 6.814 -0.01 0.004 0.004
Si 32.686 8.142 6.905 0.01 -0.018 -0.002
Si 29.954 -5.452 6.816 0.004 -0.005 -0.002
Si 32.662 -2.735 6.904 0 -0.008 -0.006
Si 34.002 1.368 8.292 0.001 -0.002 -0.003
Si -28.564 4.099 8.379 0.004 0.002 0.005
Si 34.001 6.795 8.315 -0.008 -0.003 -0.002
Si -28.551 9.533 8.382 0.011 0.011 0
Si 34.01 -4.081 8.295 -0.001 0.005 -0.006
Si -28.556 -1.352 8.359 0.002 -0.002 0.003
Si -25.841 1.367 8.392 -0.008 0.001 -0.006
Si 25.887 4.045 8.076 0.007 0 -0.004
Si -25.847 6.812 8.419 -0.008 -0.007 0.002
Si 25.883 9.492 8.078 0.002 0.001 -0.001
Si -25.844 -4.045 8.409 0.014 0.009 0
Si 25.89 -1.373 8.074 0.004 0.004 0.003
Si 28.592 1.34 8.143 -0.003 0.001 0.002
Si 31.306 4.06 8.213 -0.004 0.002 -0.003
Si 28.588 6.778 8.146 0.007 0.008 -0.002
Si 31.3 -6.799 8.22 0.008 0.012 -0.002
Si 28.575 -4.075 8.132 0.006 -0.004 -0.003
Si 31.295 -1.358 8.226 0.004 0.001 0.001
Si 32.631 -0.002 9.625 -0.006 0.001 -0.001
Si -29.941 2.725 9.694 -0.001 0.019 -0.006
Si 32.622 5.427 9.633 0.002 0.005 0.003
Si -29.936 8.164 9.701 0.003 -0.005 -0.006
Si 32.634 -5.445 9.627 0.002 -0.006 -0.004
Si -29.933 -2.719 9.686 -0.008 -0.004 -0.003
Si -27.209 0.01 9.738 0.005 -0.003 -0.004
Si 24.52 2.685 9.435 -0.004 0.002 -0.003
Si -27.216 5.452 9.758 0.006 -0.006 0.001
Si 24.513 8.131 9.432 -0.006 -0.003 -0.003
Si -27.207 -5.419 9.749 -0.001 -0.008 -0.002
Si 24.52 -2.743 9.427 0.004 -0.003 -0.006
Si 27.22 -0.021 9.489 0.009 -0.003 -0.001
Si 29.922 2.702 9.55 -0.002 -0.013 -0.003
Si 27.213 5.412 9.486 -0.002 0.001 0
Si 29.923 8.145 9.549 -0.005 -0.014 -0.001
Si 27.215 -5.457 9.476 -0.005 -0.003 -0.004
Si 29.915 -2.73 9.55 -0.001 0.007 -0.004
Si 33.977 -1.348 11.018 0.007 0.003 0.002
Si -28.581 1.38 11.072 -0.006 0 -0.007
Si -31.305 4.096 11.033 -0.004 -0.011 0.002
Si -28.584 6.825 11.09 0.008 0.006 0.002
Si -31.307 9.536 11.034 -0.001 0.001 0.003
Si -28.587 -4.059 11.083 0.003 0.005 -0.005
Si -25.856 -1.332 11.121 0.003 0.002 0.003
Si 25.856 1.345 10.844 0.006 0 0.001
Si 23.158 4.052 10.796 0.003 0.011 -0.003
Si 25.849 6.784 10.836 0.001 0.006 -0.002
Si 23.15 -6.825 10.792 0 0.003 0
Si 25.851 -4.096 10.832 0.001 0.001 0.002
Si 28.553 -1.365 10.899 -0.006 0.002 0.004
Si 31.259 1.363 10.96 -0.002 0.003 0.002
Si 28.553 4.073 10.895 0.009 0.006 0.002
Si 31.256 6.805 10.967 0.003 0.004 0.005
Si 28.552 9.518 10.888 0.014 0.012 -0.001
Si 31.26 -4.072 10.956 0.003 -0.001 0.002
Si 35.326 0.013 12.401 0.004 -0.001 -0.005
Si -27.23 2.731 12.461 0.001 0 0.002
Si -29.955 5.457 12.423 -0.002 0.004 -0.002
Si -27.231 8.189 12.464 -0.005 -0.002 -0.004
Si -29.96 10.9 12.423 0.003 -0.008 0.001
Si -27.233 -2.698 12.456 -0.004 -0.002 0
Si -24.496 0.024 12.49 -0.002 0 0.002
Si 27.184 2.71 12.248 -0.006 -0.004 0.004
Si 24.483 5.423 12.191 -0.002 -0.005 -0.003
Si 27.178 8.153 12.234 -0.009 -0.013 -0.005
Si 24.482 -5.459 12.185 -0.001 -0.005 -0.004
Si 27.183 -2.736 12.236 0.006 -0.005 -0.003
Si 29.89 -0.005 12.298 0.004 -0.004 -0.002
Si 32.598 2.725 12.354 0.002 -0.002 -0.002
Si 29.88 5.437 12.302 -0.006 -0.003 0.002
Si 32.598 8.169 12.365 0 -0.004 -0.002
Si 29.889 -5.442 12.29 -0.002 -0.004 -0.002
Si 32.604 -2.714 12.355 -0.004 0.003 -0.003
Si 33.95 1.376 13.735 -0.003 0.006 -0.003
Si -28.598 4.103 13.802 0.004 0.002 0.006
Si -31.322 6.835 13.759 -0.003 0.007 0.004
Si -28.598 9.561 13.809 0.01 -0.007 0.003
Si 33.95 -4.048 13.764 0.007 0 0.005
Si 36.678 -1.325 13.793 -0.008 0.007 -0.001
Si -25.868 1.384 13.842 -0.001 -0.002 0.004
Si 25.812 4.08 13.596 -0.006 0.02 0.003
Si -25.864 6.827 13.818 0.008 -0.004 -0.004
Si 25.809 -6.808 13.591 -0.002 0.019 0.004
Si -25.874 -4.051 13.827 -0.001 0.004 0.003
Si -23.139 -1.339 13.858 0.005 0.001 0.01
Si 28.524 1.357 13.646 0.011 -0.003 0.002
Si 31.23 4.092 13.694 0.009 -0.003 0.005
Si 28.51 6.81 13.643 0.004 0.008 0.007
Si 31.227 9.544 13.703 0 0.001 0.007
Si 28.524 -4.078 13.638 -0.002 0.002 0
Si 31.236 -1.348 13.697 0.004 0.007 0.007
Si 32.582 0.016 15.082 0.006 -0.004 -0.004
Si 35.294 2.73 15.121 -0.002 -0.014 -0.005
Si 32.573 5.464 15.074 -0.001 -0.007 -0.007
Si -29.971 8.201 15.15 -0.002 -0.001 0
Si 32.568 -5.411 15.101 -0.003 0 0.006
Si 35.3 -2.67 15.143 0.006 0.003 0
Si 38.038 0.013 15.183 -0.003 -0.004 0
Si -24.507 2.757 15.202 0.006 0.005 0.006
Si -27.227 5.462 15.171 -0.004 -0.001 0.003
Si -24.499 8.194 15.172 0 0.006 -0.005
Si -27.247 10.926 15.19 0.001 -0.001 0.004
Si -24.519 -2.707 15.209 -0.004 -0.007 -0.002
Si 27.163 -0.021 14.99 -0.009 0 -0.005
Si 29.865 2.719 15.038 -0.003 0 0.002
Si 27.134 5.454 14.994 -0.009 -0.005 -0.001
Si 29.841 8.181 15.036 -0.008 0 -0.003
Si 27.14 -5.436 14.975 0.012 -0.001 -0.004
Si 29.866 -2.718 15.033 -0.004 -0.018 -0.003
Si -15.357 -0.988 0.09 0.253 -0.229 0.723
Si -12.723 1.829 0.076 0.179 -0.14 0.764
Si -15.053 3.912 0.232 0.014 0.247 0.698
Si -12.045 6.663 0.209 -0.116 0.002 0.73
Si -15.349 -6.418 0.213 0.113 -0.134 0.732
Si -12.332 -4.093 0.357 0.064 -0.046 0.669
Si -9.526 -1.642 0.047 0.002 0.171 0.611
Si -6.782 1.298 0.121 -0.251 0.13 0.712
Si -9.834 4.467 -0.005 0.101 -0.239 0.736
Si -7.004 6.979 0.07 0.209 -0.194 0.704
Si -9.292 -7.156 0.096 -0.166 0.339 0.78
Si -23.274 12.516 0.259 0.132 -0.213 0.774
Si -20.912 -0.961 0.208 0.311 -0.164 0.709
Si -17.538 1.257 0.386 -0.126 0.019 0.726
Si -21.061 4.64 0.244 0.128 -0.027 0.72
Si -18.051 -9.105 0.299 0.038 -0.203 0.764
Si -20.316 9.314 0.301 -0.015 0.268 0.723
Si -17.523 -4.166 0.353 -0.101 -0.013 0.588
Si -13.711 0.116 1.381 0.009 -0.007 -0.043
Si -11.031 2.888 1.326 0 -0.003 -0.072
Si -13.749 5.523 1.391 0.028 -0.008 -0.036
Si -10.86 8.155 1.549 0.003 0.007 -0.042
Si -13.691 -5.477 1.603 -0.036 -0.005 -0.028
Si -10.965 -2.678 1.571 0.035 0 -0.043
Si -8.387 0.051 1.309 0.015 -0.017 -0.042
Si -21.933 2.906 1.609 0.03 -0.015 -0.061
Si -8.217 5.466 1.385 -0.027 0.005 -0.081
Si -21.723 8.241 1.803 0.016 0.014 -0.028
Si -8.178 -5.395 1.233 -0.009 0.002 -0.013
Si -21.825 -2.599 1.619 0.016 -0.013 -0.067
Si -19.182 0.046 1.498 -0.01 -0.007 -0.041
Si -16.403 2.759 1.723 0.027 0.012 -0.044
Si -19.225 5.546 1.487 0.018 -0.01 -0.062
Si -16.458 -7.991 1.571 0.009 0.008 -0.038
Si -19.127 -5.382 1.553 0.015 -0.022 -0.062
Si -16.327 -2.599 1.55 0.025 0.018 0.005
Si -14.997 1.37 2.942 0.035 -0.014 0.027
Si -12.362 4.182 2.788 0.002 0.012 0.04
Si -15.057 -9.433 2.803 0.005 -0.006 -0.003
Si -12.293 -6.842 2.874 0.027 0.01 0.013
Si -14.975 -3.98 2.908 -0.035 -0.032 0.022
Si -12.337 -1.23 2.792 -0.039 -0.011 0
Si -9.688 1.454 2.671 0.001 0.015 0.003
Si -6.846 4.111 2.708 -0.002 -0.018 0.012
Si -9.507 6.798 2.86 -0.014 -0.014 0.051
Si -6.836 -6.735 2.686 -0.012 0.004 0.019
Si -9.556 -4.124 2.758 0.028 -0.022 0.02
Si -23.162 -1.338 3.046 0.004 -0.002 0.04
Si -20.478 1.483 2.872 0 0.005 0.012
Si -17.843 4.18 2.874 -0.023 0.028 0.021
Si -20.406 6.821 3.066 0.015 -0.018 0.029
Si -17.78 -6.691 2.985 -0.021 0.008 0.03
Si -20.438 -3.992 2.912 -0.001 -0.009 -0.007
Si -17.792 -1.309 2.879 0.008 -0.006 0.022
Si -16.401 0.026 4.251 -0.002 -0.003 -0.005
Si -13.635 2.785 4.214 0.012 -0.002 -0.01
Si -16.409 5.522 4.19 -0.004 -0.001 0
Si -13.671 -8.161 4.22 -0.005 0 0.018
Si -16.366 -5.332 4.27 0.009 0.006 -0.015
Si -13.621 -2.619 4.219 0.001 0.011 0.008
Si -10.966 0.109 4.132 -0.001 -0.01 0.013
Si -8.241 2.746 4.043 -0.006 -0.007 -0.005
Si -10.949 5.476 4.169 0.001 -0.014 -0.014
Si -8.161 8.228 4.124 0.005 0.008 -0.001
Si -10.924 -5.429 4.165 0.026 -0.001 -0.007
Si -8.271 -2.704 4.148 -0.011 0.009 -0.012
Si -21.781 0.088 4.297 0.001 0.007 -0.037
Si -19.114 2.786 4.277 -0.012 -0.012 -0.006
Si -21.798 5.476 4.389 0.021 0.014 -0.014
Si -19.057 8.22 4.365 0 0.017 -0.012
Si -21.741 -5.326 4.362 0.029 0.006 0
Si -19.076 -2.67 4.287 0.002 0.022 0.011
Si -14.873 -1.365 16.435 -0.004 0.006 -0.009
Si -12.152 1.369 16.401 0.004 -0.012 -0.009
Si -14.89 4.107 16.429 -0.01 0.018 -0.009
Si -12.194 6.816 16.351 0.007 0.004 -0.005
Si -14.895 -6.768 16.425 0.007 -0.008 -0.001
Si -12.15 -4.071 16.423 -0.007 0.017 -0.009
Si -9.447 -1.356 16.345 0.007 -0.004 -0.009
Si -23.127 1.397 16.549 0.005 -0.003 -0.004
Si -9.452 4.084 16.323 -0.006 0.014 -0.01
Si -23.14 6.846 16.544 0.011 -0.004 -0.003
Si -9.465 9.54 16.393 0.018 -0.008 -0.003
Si -23.141 -4.065 16.567 -0.01 -0.003 -0.005
Si -20.377 -1.329 16.541 -0.003 -0.003 -0.002
Si -17.631 1.345 16.401 0.004 -0.015 -0.019
Si -20.391 4.118 16.481 0.014 -0.017 -0.001
Si -17.65 6.819 16.472 -0.009 -0.016 -0.016
Si -20.399 -6.783 16.539 0.003 -0.014 -0.006
Si -17.631 -4.048 16.497 -0.014 0.008 -0.005
Si -13.462 -0.034 17.763 0.003 0.009 0.014
Si -10.78 2.755 17.722 0.016 0 -0.008
Si -13.507 5.481 17.767 -0.025 -0.008 -0.011
Si -10.854 8.159 17.713 -0.008 0.006 0.014
Si -13.54 -5.397 17.782 -0.002 0.01 0.009
Si -10.732 -2.73 17.756 0.004 -0.007 -0.007
Si -8.074 -0.024 17.696 0.003 -0.019 0.018
Si -21.725 2.768 17.87 0.004 0.011 0.004
Si -8.078 5.406 17.68 0.027 0.023 0.006
Si -21.8 8.213 17.927 -0.007 0.03 -0.02
Si -8.079 -5.382 17.715 -0.017 0.005 -0.012
Si -21.777 -2.675 17.89 0.014 0.016 0.003
Si -18.932 0.022 17.84 0.014 -0.008 -0.01
Si -16.252 2.686 17.71 -0.004 -0.01 -0.001
Si -19.041 5.483 17.834 0.01 0.018 0.019
Si -16.211 -8.173 17.774 0 0.002 -0.015
Si -18.984 -5.43 17.846 -0.006 0.01 0.003
Si -16.226 -2.695 17.832 0.022 -0.015 -0.004
Si -14.868 1.328 19.045 -0.026 -0.013 -0.053
Si -12.153 4.097 19.094 0.013 0.009 -0.007
Si -14.829 6.835 19.172 0.013 0.015 -0.009
Si -12.198 9.532 19.101 -0.003 -0.041 -0.043
Si -14.849 -4.031 19.203 0.006 -0.004 -0.019
Si -12.044 -1.375 19.125 -0.013 0.011 -0.021
Si -9.365 1.421 19.042 0.011 0.009 0.005
Si -23.099 4.104 19.256 -0.003 0.018 -0.042
Si -9.48 6.757 18.998 -0.026 -0.023 -0.032
Si -23.165 9.544 19.369 0.006 -0.022 0.001
Si -9.382 -4.057 19.181 0.008 0.035 -0.013
Si -6.738 -1.456 19.024 -0.03 -0.048 -0.025
Si -20.258 1.435 19.156 -0.007 0.033 -0.022
Si -17.595 4.064 19.033 -0.013 -0.034 -0.046
Si -20.433 6.831 19.236 0.023 -0.027 -0.029
Si -17.539 -6.816 19.116 -0.019 0.005 -0.024
Si -20.379 -4.067 19.177 -0.032 -0.001 -0.042
Si -17.543 -1.325 19.214 -0.004 0.023 -0.012
Si -16.116 0.022 20.549 0.011 -0.007 0.065
Si -13.519 2.69 20.367 -0.006 0.007 0.051
Si -16.171 5.336 20.362 0.002 -0.012 0.05
Si -13.514 8.224 20.581 -0.004 0.005 0.048
Si -16.18 -5.491 20.515 0.002 0.015 0.042
Si -13.383 -2.707 20.538 -0.002 -0.032 0.048
Si -10.665 0.058 20.406 -0.018 -0.016 0.04
Si -7.95 2.666 20.472 0.035 -0.024 0.033
Si -10.792 5.41 20.471 -0.007 0.022 0.033
Si -8.111 8.217 20.217 -0.036 0.018 0.062
Si -10.795 -5.46 20.435 0 0.003 0.073
Si -7.977 -2.776 20.622 0.04 0.023 0.055
Si 43.676 0.105 20.49 -0.014 0.002 0.019
Si -18.903 2.803 20.515 -0.004 0 0.058
Si -21.785 5.486 20.682 -0.017 0 0.02
Si -18.921 -8.148 20.453 -0.002 -0.007 0.025
Si -21.733 10.94 20.635 0.011 0.002 0.056
Si -18.932 -2.735 20.472 0.007 0.007 0.051
Si -14.437 -1.073 21.843 -0.15 -0.071 -0.67
Si -12.282 1.215 21.669 0.118 0.023 -0.669
Si -14.995 3.827 21.776 0.06 0.156 -0.693
Si -11.837 7.08 21.753 -0.15 -0.125 -0.757
Si -14.628 9.8 22.005 -0.183 -0.238 -0.69
Si -12.287 -4.355 21.857 0.078 0.194 -0.685
Si -9.033 -0.978 21.755 -0.05 -0.2 -0.758
Si 42.165 1.374 21.738 0.107 0.103 -0.63
Si -9.121 4.293 21.71 -0.412 -0.398 -0.602
Si -23.475 6.497 22.054 0.253 0.287 -0.721
Si -9.608 9.284 21.67 0.078 0.077 -0.718
Si -6.19 -3.909 21.805 -0.331 -0.093 -0.659
Si -20.439 -1.517 21.75 0.124 0.225 -0.688
Si -17.244 1.681 21.763 -0.109 -0.044 -0.747
Si -20.046 4.408 21.846 -0.211 -0.27 -0.755
Si -17.743 6.495 21.589 0.019 0.165 -0.727
Si -20.051 -6.574 21.756 -0.14 -0.063 -0.696
Si -17.816 -4.376 21.725 0.083 0.14 -0.703
Si -16.886 -6.986 -4.941 -0.069 -0.011 0.073
Si -16.052 -4.441 -3.637 0.172 0.078 0.118
Si -5.346 2.884 23.715 -0.024 -0.088 -0.016
Si -11.916 -3.39 24.726 0.011 -0.066 -0.182
Si -21.489 -5.257 -1.905 -0.022 0.003 0.131
Si -17.144 -4.103 24.665 0.086 -0.121 -0.078
Si -24.915 4.381 -2.84 0.038 0.085 0.125
Si -14.718 -2.349 24.697 -0.03 0.032 -0.087
Si -8.494 2.653 -2.151 0.018 0.142 0.078
Si -22.414 0.25 -4.245 0.068 -0.025 0.057
Si -24.286 -6.395 -6.127 -0.039 -0.017 0.078
Si -22.152 1.159 -7.181 -0.097 -0.029 0.031
Si -15.837 -2.008 -5.334 -0.072 0.034 0.123
Si -16.378 6.561 24.344 -0.101 -0.174 0.1
Si -12.526 3.997 -4.208 0.137 0.028 0.082
Si -18.447 1.553 -2.363 -0.066 0.069 0.065
Si -11.163 -1.452 -2.684 -0.036 -0.071 0.147
Si -25.897 6.942 26.202 0.072 0.064 0.063
Si -9.947 -0.306 -7.234 -0.056 -0.081 -0.051
Si -11.188 6.074 -5.813 -0.081 -0.097 -0.157
Si -19.193 0.33 23.823 0.065 0.033 -0.137
Si -22.808 -3.018 24.791 -0.087 -0.031 -0.05
Si -22.068 -4.815 -4.747 0.031 -0.084 0.052
Si -20.118 -4.078 25.557 -0.041 -0.062 -0.044
Si -11.252 1.459 -2.681 -0.138 0.125 -0.071
Si -9.747 -3.843 -4.052 0.07 0.067 0.058
Si -10.894 -3.044 -6.696 -0.002 0.018 0.035
Si -13.718 -1.807 -7.25 0.087 0.18 -0.074
Si -13.403 6.694 -4.183 0.079 -0.055 0.146
Si -19.827 -6.31 -5.812 0.088 0.026 -0.064
Si -22.161 7.894 -5.775 -0.057 0.057 -0.171
Si -11.636 1.957 24.498 -0.007 0.055 -0.043
Si -11.004 -5.775 -1.896 -0.073 -0.046 0.082
Si -17.948 -0.559 -6.729 0.056 0.036 -0.015
Si -16.215 6.3 -4.641 -0.064 0.074 -0.067
Si -14.523 2.431 -5.682 -0.052 0.076 -0.029
Si -10.247 -0.887 24.61 0.022 0.065 -0.161
Si -8.637 -6.666 24.518 0.088 0.136 -0.196
Si -19.859 4.025 -2.537 -0.004 0.103 0.054
Si -16.532 4.436 -6.971 0.045 0.005 0.075
Si -6.66 7.935 -7.036 0.086 -0.011 -0.01
Si -21.345 2.65 23.874 0.063 0.015 -0.051
Si -22.966 7.413 25.09 -0.111 -0.053 -0.092
Si -20.859 -7.043 24.648 0.007 0.032 -0.033
Si -13.41 -7.659 -1.894 0.077 0.032 0.233
Si -18.783 -3.618 -2.315 -0.006 0.093 0.152
Si -13.968 -2.726 -1.902 -0.002 0.046 -0.08
Si -16.634 0.537 -4.433 -0.07 -0.065 0.051
Si -15.955 -7.011 24.919 -0.005 0.09 -0.21
Si -20.058 -1.071 -2.662 -0.265 -0.002 0.08
Si -13.534 5.625 23.97 -0.013 -0.121 -0.199
Si -17.003 5.337 -1.849 -0.083 -0.038 0.172
Si -16.716 3.838 25.809 -0.073 -0.043 -0.15
Si -22.192 5.153 -4.354 -0.109 -0.143 0.044
Si -15.017 -1.32 5.597 -0.014 0.015 0.001
Si -12.281 1.427 5.56 -0.003 -0.003 0.011
Si -15.032 4.139 5.542 -0.002 0.012 -0.006
Si -12.293 -9.503 5.558 0.003 -0.005 0.01
Si -15 9.57 5.572 -0.004 -0.007 -0.011
Si -12.259 -4.029 5.526 -0.002 0.011 -0.008
Si -9.622 -1.315 5.479 0.012 0.015 0
Si -6.889 1.434 5.474 0 0.001 0.012
Si -9.569 4.094 5.471 0.002 -0.006 -0.001
Si -23.131 6.853 5.724 0.003 -0.001 0.021
Si -9.552 -6.782 5.505 -0.007 -0.01 -0.001
Si -23.11 -4.034 5.743 -0.017 -0.009 0.005
Si -20.424 -1.294 5.641 -0.002 -0.007 -0.002
Si -17.727 1.417 5.608 -0.007 -0.006 0.004
Si -20.434 4.106 5.701 -0.01 -0.008 0.009
Si -17.686 6.848 5.658 -0.006 -0.016 -0.002
Si -20.418 -6.737 5.697 0.002 0.004 0.011
Si -17.717 -4.015 5.655 0 -0.006 0.006
Si -13.642 0.058 6.917 0.003 -0.001 0.001
Si -10.893 2.758 6.892 0.007 -0.009 0
Si -13.651 5.467 6.919 0.008 -0.004 -0.011
Si -10.913 -8.131 6.879 -0.001 0.006 0.006
Si -13.62 -5.39 6.901 -0.004 0.006 0.001
Si -10.927 -2.667 6.889 0.003 -0.001 0.002
Si -8.216 0.029 6.821 0.003 -0.008 -0.004
Si -21.776 2.749 7.067 0.002 0 0.001
Si -24.47 5.468 7.076 0.003 -0.013 -0.004
Si -21.771 -8.101 7.06 -0.007 0.01 -0.009
Si -24.481 -5.406 7.072 0.005 -0.002 0.003
Si -21.756 -2.648 7.05 0 0.013 -0.006
Si -19.059 0.053 6.998 0.006 -0.001 -0.002
Si -16.356 2.778 6.946 0.006 0.004 0.001
Si -19.052 5.482 7.014 0.004 0.005 -0.005
Si -16.326 8.216 6.981 0.003 0.003 -0.006
Si -19.05 -5.383 7.032 0.006 -0.005 -0.005
Si -16.344 -2.669 6.992 -0.001 -0.004 0.003
Si -14.989 1.41 8.294 0.003 -0.003 -0.002
Si -12.266 4.106 8.252 -0.009 -0.001 0.001
Si -14.973 6.834 8.309 0.004 0.008 -0.006
Si -12.259 -6.763 8.247 0.004 0 -0.005
Si -14.971 -4.052 8.303 -0.012 -0.005 -0.004
Si -12.279 -1.319 8.26 -0.012 -0.012 -0.001
Si -9.538 1.379 8.224 -0.006 -0.002 -0.002
Si -23.123 4.107 8.427 0.012 0.01 0.005
Si -9.547 -9.504 8.211 -0.008 -0.012 -0.003
Si -23.131 -6.763 8.427 -0.01 -0.011 0.004
Si -9.539 -4.044 8.203 0.008 0.016 -0.001
Si -23.127 -1.327 8.42 0 0.002 0.006
Si -20.408 1.385 8.396 -0.006 -0.005 -0.002
Si -17.695 4.114 8.352 -0.006 0.002 -0.003
Si -20.407 6.838 8.384 0 0.001 -0.002
Si -17.687 -6.763 8.356 -0.001 -0.002 -0.002
Si -20.407 -4.028 8.393 0.005 -0.007 -0.006
Si -17.7 -1.312 8.352 0.004 0.006 -0.005
Si -16.326 0.048 9.682 -0.008 0.001 0.002
Si -13.607 2.753 9.637 0.009 -0.003 -0.002
Si -16.326 5.48 9.686 0.001 0.003 -0.003
Si -13.603 -8.121 9.634 -0.01 -0.014 0.001
Si -16.318 -5.403 9.688 0.004 -0.009 -0.001
Si -13.61 -2.684 9.641 -0.002 0.01 0.003
Si -10.89 0.027 9.596 0.005 0.002 0.002
Si -24.495 2.735 9.761 0 -0.002 -0.006
Si -10.896 5.466 9.591 -0.001 0.007 -0.001
Si -24.493 -8.133 9.77 0 0 -0.007
Si -10.885 -5.403 9.582 -0.002 0.004 -0.003
Si -24.488 -2.689 9.772 -0.001 0.001 0
Si -21.768 0.036 9.767 0.002 -0.001 0.001
Si -19.044 2.756 9.73 0.002 -0.007 0.001
Si -21.759 5.479 9.758 0.001 -0.005 0
Si -19.045 -8.118 9.726 0.008 0.001 -0.008
Si -21.767 -5.39 9.759 -0.006 0.007 -0.008
Si -19.042 -2.673 9.736 0 0.002 -0.004
Si -14.96 -1.33 11.016 -0.008 0 0.002
Si -12.235 1.381 10.969 -0.011 -0.009 -0.004
Si -14.956 4.107 11.017 0 0.002 0
Si -12.244 -9.497 10.966 0.004 0.02 -0.003
Si -14.954 -6.775 11.021 -0.004 0 0
Si -12.232 -4.052 10.968 -0.004 -0.001 -0.001
Si -9.515 -1.343 10.929 0.001 -0.003 -0.001
Si -23.136 1.386 11.126 0.003 0.006 -0.001
Si -25.86 4.093 11.115 -0.003 0.001 0.004
Si -23.128 -9.491 11.118 0.002 -0.005 0
Si -25.855 -6.772 11.121 0.009 -0.002 0.003
Si -23.129 -4.046 11.13 -0.004 -0.002 0.004
Si -20.408 -1.333 11.112 -0.006 0 0.002
Si -17.678 1.387 11.068 0.002 0.001 -0.005
Si -20.404 4.108 11.102 0.004 0.012 -0.003
Si -17.684 6.83 11.062 -0.006 0.003 -0.001
Si -20.402 -6.761 11.095 0 -0.006 -0.007
Si -17.674 -4.052 11.063 0.005 -0.004 -0.002
Si -13.575 0.024 12.348 0.009 0.003 0
Si -10.856 2.738 12.302 0.005 0 0.003
Si -13.587 5.469 12.353 -0.004 -0.004 0.004
Si -10.872 -8.131 12.287 0 -0.01 -0.002
Si -13.577 -5.41 12.348 0.001 -0.006 0.002
Si -10.855 -2.701 12.309 -0.001 0.001 0.004
Si -8.134 0.015 12.261 0.008 0.005 -0.001
Si -21.775 2.757 12.467 -0.003 -0.002 0
Si -24.498 5.465 12.465 0.005 -0.003 -0.003
Si -21.763 -8.119 12.459 0.004 0.008 -0.001
Si -24.497 -5.409 12.479 0.001 -0.005 0.003
Si -21.769 -2.686 12.487 0.001 -0.006 -0.001
Si -19.033 0.031 12.442 0.001 0 0.002
Si -16.3 2.747 12.397 -0.003 0.004 0.001
Si -19.035 5.474 12.438 0.003 -0.006 -0.002
Si -16.317 8.197 12.397 0 -0.009 0.001
Si -19.037 -5.399 12.442 -0.001 0 -0.005
Si -16.301 -2.695 12.396 -0.01 0.006 0.001
Si -14.916 1.381 13.726 -0.005 -0.009 -0.001
Si -12.204 4.093 13.673 -0.003 0.003 0.005
Si -14.948 6.825 13.724 -0.01 0.007 0.004
Si -12.2 -6.775 13.678 0.006 -0.012 0.002
Si -14.923 -4.062 13.732 0.008 -0.002 0.005
Si -12.204 -1.347 13.683 -0.015 0.008 0.001
Si -9.482 1.365 13.634 0.004 -0.013 -0.001
Si -23.142 4.114 13.832 -0.007 0.007 0.002
Si -9.507 6.82 13.613 -0.014 0.029 -0.007
Si -23.124 -6.766 13.828 0.005 -0.008 0.004
Si -9.485 -4.068 13.647 0.004 -0.009 0.009
Si -6.755 -1.351 13.595 -0.003 -0.004 -0.006
Si -20.408 1.382 13.8 -0.004 0.009 -0.002
Si -17.661 4.099 13.763 0.006 0.001 -0.002
Si -20.398 6.834 13.801 0.009 -0.009 -0.005
Si -17.671 9.552 13.779 -0.016 0.01 -0.002
Si -20.395 -4.052 13.825 -0.003 -0.001 0.001
Si -17.66 -1.351 13.768 0.007 -0.004 -0.002
Si -16.252 -0.007 15.078 -0.013 0.005 -0.001
Si -13.536 2.741 15.066 0.007 -0.001 0.011
Si -16.291 5.459 15.102 -0.009 -0.003 0.003
Si -13.562 -8.126 15.037 -0.006 0.004 -0.002
Si -16.288 -5.406 15.108 -0.001 -0.003 0.001
Si -13.528 -2.717 15.067 0.01 0.002 -0.002
Si -10.824 0.012 15.014 0.005 -0.005 0.004
Si -8.1 2.706 14.977 -0.007 0 0.007
Si -10.83 5.458 14.997 0.013 0.002 -0.007
Si -8.16 8.182 14.96 0 -0.03 -0.003
Si -10.824 -5.426 15.032 -0.007 0 0.011
Si -8.099 -2.703 14.968 0.002 0.008 -0.005
Si -21.756 0.033 15.191 0.004 0.006 -0.001
Si -19.029 2.745 15.123 0.001 -0.004 0
Si -21.773 5.491 15.166 0.004 0.009 -0.002
Si -19.032 8.194 15.152 -0.006 0.002 0.002
Si -21.763 -5.408 15.193 0.002 -0.002 0.01
Si -19.018 -2.687 15.163 0.005 0.008 -0.002
O 1.191 6.836 22.793 -0.112 0.158 -0.185
O -1.051 -7.802 -3.608 0.107 0.015 0.09
O -7.782 4.724 -5.537 -0.03 -0.07 -0.332
O 3.76 6.285 22.971 0.363 -0.103 0.458
O 3.102 -6.311 -5.762 0.204 0.257 0.422
O 5.346 -6.117 24.641 -0.516 0.146 -0.168
O 2.12 6.246 25.11 -0.289 -0.431 0.52
O 6.257 -0.815 -1.573 0.095 -0.205 -0.462
O -7.867 7.199 -6.284 -0.391 0.052 -0.177
O -7.832 0.044 22.228 0.096 -0.109 0.558
O -2.577 -5.661 22.163 0.193 0.111 0.33
O 1.18 1.328 -5.711 -0.297 0.581 0.296
O 5.137 -2.883 25.031 -0.518 -0.014 -0.023
O 7.332 -6.6 22.867 0.579 0.052 0.125
O -4.39 -1.68 -1.31 0.496 0.409 -0.333
O 2.71 -0.196 22.223 -0.066 0.061 0.509
O 6.216 -6.346 -1.471 0.281 -0.113 -0.443
O 12.552 8.113 -4.616 -0.268 0.521 -0.05
O -4.221 3.729 22.941 0.229 -0.006 0.349
O 4.083 0.662 -1.321 -0.369 -0.306 -0.155
O -2.807 -8.083 -0.435 -0.032 -0.099 -0.526
O 0.105 -5.53 -0.342 0.118 -0.188 -0.543
O 8.341 5.451 22.068 0.124 -0.302 0.429
O 6.062 0.428 24.92 -0.009 -0.581 -0.023
O -3.9 3.998 -1.723 -0.335 0.316 -0.371
O 4.775 -3.692 22.664 -0.224 0.268 0.037
O -0.636 -4.806 -6.331 0.541 0.587 0.126
O -1.474 -3.832 -1.373 0.184 -0.02 -0.426
O 4.197 -4.697 -1.081 0.085 -0.163 -0.247
O 1.041 -2.082 23.054 0.384 -0.22 0.44
O 2.795 -5.419 22.159 0.174 -0.251 0.485
O -2.765 2.258 -3.623 0.374 -0.574 0.186
O -5.695 1.492 22.953 0.166 -0.309 0.143
O -6.497 7.158 22.822 0.079 0.067 0.034
O -11.381 0 -3.4 -0.145 -0.021 -0.597
O 0.17 6.153 -3.488 -0.081 -0.317 -0.513
O 1.122 8.084 -5.133 0.136 -0.063 -0.067
O -5.96 -3.808 -1.092 0.395 -0.403 -0.406
O 10.249 4.073 -2.687 0.029 -0.024 -0.332
O -1.633 -1.588 -2.635 -0.217 0.243 0.002
O 8.653 -0.425 25.203 0.424 0.055 -0.362
O 2.593 -2.733 -0.417 0.02 -0.143 -0.344
O 9.726 -4.241 23.034 -0.318 -0.412 0.311
O -1.096 7.843 22.159 -0.153 0.417 -0.019
O -2.59 5.558 22.035 -0.05 -0.058 0.546
O -8.128 8.145 24.631 -0.308 -0.242 0.342
O 10.523 1.685 -3.757 -0.313 -0.397 0.178
O 3.871 -6.798 -2.634 -0.154 -0.191 -0.355
O -2.689 2.504 -0.227 -0.04 0.077 -0.082
O 6.714 3.665 23.008 -0.535 0.024 0.027
O 6.635 4.533 -6.064 0.126 -0.553 0.095
O -5.505 -3.959 25.631 -0.175 -0.033 -0.018
O -3.516 3.084 -6.002 -0.026 0.044 -0.614
O -5.566 3.735 -4.541 0.151 -0.235 0.342
O 1.922 4.405 23.096 0.163 -0.159 0.45
O -10.337 -5.003 -3.116 0.107 -0.132 -0.184
O 8.038 -8.085 -0.599 0.106 -0.06 -0.218
O -5.218 -2.631 22.134 0.012 0.094 0.559
O 9.892 5.468 -7.297 -0.084 -0.494 0.374
O 2.869 5.063 -6.42 -0.409 -0.061 0.541
O 7.14 3.788 -1.371 0.561 -0.056 -0.356
O 5.349 5.485 -0.512 -0.142 0.021 -0.447
O -11.439 -1.883 25.011 -0.241 0.223 0.506
O -7.89 2.965 -3.612 -0.378 -0.055 -0.321
O -10.798 0.617 24.789 0.038 0.057 0.214
O -8.925 -1.041 25.523 0.459 -0.277 -0.247
O 0.853 -6.979 23.065 0.214 0.233 0.681
O 7.496 4.727 25.317 -0.007 -0.038 0.038
O -5.663 0.195 -0.3 -0.126 0.001 -0.236
O -9.959 -6.869 -1.36 0.056 -0.317 -0.514
O -6.396 6.402 -1.353 0.419 -0.418 -0.104
O 11.713 -2.926 24.457 0.056 0.202 -0.355
O -5.58 7.411 25.068 -0.055 -0.368 0.314
O 25.282 -6.055 -4.287 -0.706 0.017 0.481
O -8.302 -2.65 -0.435 0.11 -0.19 -0.593
O -8.937 0.606 -6.367 -0.105 -0.128 0.825
O -4.751 -6.251 -1.069 -0.362 0.389 -0.029
O -3.178 4.768 -4.076 0.354 0.487 -0.106
O 2.614 2.74 -0.585 -0.063 0.223 -0.202
O -3.733 -7.099 -3.191 0.182 -0.026 0.26
O -4.952 -6.379 24.949 -0.01 0.006 0.487
O 12.026 0.392 -5.497 -0.221 -0.022 -0.416
O 21.845 1.655 -2.12 -0.478 -0.02 -0.08
O -7.725 5.677 24.774 -0.449 0.015 0.351
O -5.09 6.678 -3.741 0.415 -0.312 0.443
O -30.02 2.229 -5.744 -0.643 0.047 -0.148
O 14.606 0.741 23.043 0.189 -0.15 0.401
O 11.472 -1.913 -6.438 -0.526 0.04 0.361
O -1.125 0.673 -1.285 0.043 0.305 -0.453
O -6.31 -7.657 -2.654 -0.399 0.29 0.049
O -1.75 5.549 25.933 0.06 -0.115 -0.193
O 2.356 -7.089 -0.52 0.174 -0.14 0.09
O -28.277 1.843 23.379 0.319 -0.479 0.326
O -5.478 8.15 -5.935 0.275 0.372 -0.02
O 3.877 1.258 26.205 -0.278 0.326 0.192
O 6.66 -3.04 -5.183 0.191 0.392 0.338
O 6.648 -1.884 23.048 0.102 0.135 0.465
O 1.058 -6.84 -7.24 -0.11 -0.299 -0.621
O 0.177 2.75 22.109 0.081 -0.18 0.272
O -12.153 1.315 -1.351 -0.209 -0.135 -0.228
O -24.174 7.95 -0.248 -0.005 0.089 -0.743
O 16.571 -1.699 -5.148 -0.228 -0.142 0.269
O -3.757 -2.157 24.795 -0.326 0.085 -0.554
O 14.466 -4.518 -1.44 -0.476 -0.201 -0.128
O 23.256 -6.539 23.215 0.194 0.516 -0.098
O -9.115 3.955 -1.391 0.364 0.401 -0.379
O -1.65 1.231 -5.964 0.411 0.435 0.095
O 22.675 3.529 23.131 -0.088 0.13 0.294
O -17.508 -4.293 -2.989 -0.115 -0.62 0.061
O 3.585 7.157 -1.467 0.158 -0.34 -0.549
O -23.126 -5.307 -5.863 -0.167 0.486 -0.402
O 5.525 8.049 22.089 0.144 0.212 0.107
O -0.991 6.474 -1.229 0.071 0.197 -0.243
O -19.045 0.083 -2.222 0.199 -0.031 -0.053
O 11.95 3.597 22.815 0.348 0.018 0.279
O -11.024 3.195 25.367 0.645 0.01 -0.081
O 17.414 4.522 -6.663 -0.478 0.008 0.34
O 16.778 4.113 -1.258 0.109 0.337 -0.28
O 13.852 2.405 -7.079 0.122 0.33 0.188
O 17.667 4.449 23.153 -0.124 0.284 0.191
O 15.603 -4.113 22.842 -0.001 0.424 -0.081
O 16.751 4.521 25.68 -0.444 0.058 -0.178
O 14.178 -2.686 -3.146 0.026 0.241 -0.612
O 18.752 7.82 25.419 -0.686 -0.093 -0.167
O 22.808 -0.804 -1.412 0.321 -0.144 -0.237
O 9.983 7.113 -4.573 -0.038 0.237 0.207
O 8.285 -0.04 22.094 -0.096 0.038 0.27
O 11.457 -6.956 22.622 -0.472 0.582 0.262
O 16.949 -0.062 25.44 -0.155 0.391 -0.309
O 27.058 -4.821 -5.873 0.324 -0.225 0.174
O 13.446 -0.963 24.904 0.363 0.149 0.118
O 13.627 -8.088 -0.542 0 -0.182 -0.464
O 13.555 -5.481 21.962 -0.172 0.124 0.493
O 18.967 0.018 22.069 -0.123 -0.315 0.363
O 23.063 -6.666 -1.707 0.158 -0.08 -0.262
O -14.91 -7.11 26.164 0.809 0.218 0.037
O 32.608 -8.115 22.028 0.047 -0.031 0.317
O 21.11 -0.582 -3.359 0.009 -0.291 -0.009
O 15.721 6.851 -1.375 0.47 0.091 -0.07
O 16.415 -5.666 -0.348 0.121 0.094 -0.428
O 24.295 5.358 22.169 -0.107 -0.153 0.184
O 20.831 1.667 22.905 0.062 0.359 0.215
O 11.7 5.062 -0.765 -0.221 0.342 0.369
O 20.307 -3.424 22.931 0.439 0.386 0.035
O 12.496 -0.642 22.532 -0.282 0.168 0.111
O 31.841 2.138 -6.799 0.221 0.058 -0.248
O 21.558 -4.615 -1.308 0.338 0.007 0.047
O 16.938 -1.304 22.982 -0.458 0.176 0.269
O 19.033 -5.492 21.825 0.203 -0.114 0.032
O -15.178 3.376 25.879 0.252 0.355 -0.064
O 10.141 1.681 22.839 0.178 0.076 0.035
O -16.825 6.924 22.844 0.043 0.467 -0.089
O 10.27 7.028 22.882 -0.188 -0.057 0.565
O 27.279 -7.618 -5.144 0.095 0.065 -0.411
O 15.105 5.056 -3.085 -0.293 -0.106 -0.45
O -3.211 -3.811 -6.034 0.129 0.081 -0.155
O -25.462 0.374 -2.459 0.168 -0.385 -0.141
O 20.825 1.184 -5.277 0.597 0.223 0.112
O 9.32 -6.219 -5.894 0.063 -0.237 -0.047
O 8.161 2.842 -3.581 -0.026 0.012 -0.65
O 23.661 -1.904 -7.238 -0.683 -0.215 -0.147
O 12.363 1.356 24.226 -0.168 -0.087 0.252
O 14.122 0.972 -1.351 -0.503 -0.05 -0.069
O 19.142 -3.737 -1.295 -0.324 -0.158 -0.185
O 25.127 -4.182 23.175 -0.336 -0.062 0.107
O 11.831 6.128 -3.084 0.439 -0.17 0.132
O 15.228 7.359 22.703 0.66 0.528 0.249
O 13.623 5.4 21.902 0.047 0.186 0.043
O 14.365 6.987 -6.174 -0.336 -0.433 0.112
O 21.625 -0.615 25.324 -0.166 -0.537 -0.168
O -16.885 7.768 -4.532 -0.127 0.062 0.004
O -16.262 -1.02 -4.104 -0.24 -0.24 0.544
O 23.521 3.532 -1.666 0.307 -0.063 -0.22
O 19.272 7.967 -3.597 0.311 0.344 -0.581
O 14.043 3.72 -1.055 0.068 -0.158 0.115
O 14.572 -6.78 -5.564 -0.071 -0.143 -0.353
O 5.327 -4.655 -3.363 -0.395 0.551 0.038
O 14.771 -7.703 25.067 0.62 0.335 -0.133
O 29.512 -4.692 25.338 -0.047 -0.549 -0.108
O 20.469 -6.89 -1.741 -0.124 0.098 0.188
O 23.772 0.584 -6.234 -0.245 0.214 -0.186
O -13.528 -3.439 24.794 -0.274 -0.34 -0.015
O -21.863 -1.774 -6.464 -0.028 -0.164 0.062
O 13.476 -4.411 -6.013 -0.153 0.438 0.275
O 28.474 3.307 -4.387 -0.31 -0.015 0.314
O 19.694 6.758 23.115 -0.345 -0.036 0
O 19.965 -6.339 -5.946 -0.458 -0.344 0.36
O 13.138 1.833 -3.637 -0.154 0.29 0.181
O 24.737 8.097 -0.521 -0.018 0.165 -0.546
O 10.978 -2.575 21.703 0.077 0.036 0.185
O 22.735 7.531 -7.216 -0.532 0.096 -0.36
O 14.583 6.027 24.863 0.289 -0.49 -0.183
O -19.277 -1.447 -6.582 0.142 -0.462 0.116
O 21.804 5.304 -0.636 0.222 -0.02 -0.554
O 26.65 -1.131 -3.307 0.471 -0.393 0.379
O 18.887 -0.488 -4.847 -0.246 0.536 0.195
O 12.684 -6.559 26.124 0.067 0.428 0.052
O 19.196 5.267 25.14 0.435 -0.291 0.375
O 12.475 -2.024 -1.299 0.476 0.147 -0.161
O -27.747 0.951 -1.18 -0.095 0.244 -0.455
O 20.172 -3.989 25.448 0.8 -0.067 -0.211
O 24.386 -3.474 25.652 -0.362 -0.212 -0.045
O 25.62 7.677 -3.468 -0.628 0.143 0.474
O 10.912 -0.062 -0.551 0.178 0.145 -0.47
O 30.56 5.989 -3.533 -0.388 0.437 -0.028
O -26.503 -0.988 -6.511 0.123 0.418 0.027
O 16.63 -3.466 -2.246 -0.046 0.089 0.253
O 9.842 -4.468 -1.345 0.077 0.028 -0.124
O 24.87 -5.949 25.131 0.045 -0.045 0.489
O 12.328 5.108 25.745 0.024 0.056 -0.348
O 24.223 -0.897 25.598 0.716 0.329 0.169
O 8.036 -2.657 -0.651 0.251 -0.272 -0.409
O 18.008 -4.19 23.937 0.05 -0.333 -0.135
O -10.972 5.582 -0.422 -0.096 0 -0.494
O -30.758 -4.47 -6.08 0.088 -0.143 0.829
O 29.564 -1.567 -1.395 -0.177 0.39 -0.345
O -26.138 5.407 25.788 -0.015 -0.087 -0.354
O 18.048 -1.438 -1.438 0.131 0.422 -0.315
O 15.992 -4.762 -6.601 0.318 0.211 0.198
O -13.198 1.899 24.945 -0.52 -0.378 -0.242
O 4.827 6.179 -4.997 -0.141 0.397 0.453
O 7.968 2.169 24.815 0.561 0.039 -0.148
O -18.45 4.768 -2.28 -0.023 0.121 -0.11
O 18.674 6.719 -5.848 0.098 0.242 -0.244
O -17.065 -3.864 23.068 0.297 0.41 0.076
O 25.874 1.008 -4.585 0.2 0.283 -0.37
O 29.37 -7.567 25.637 0.487 0.315 -0.184
O 10.125 -6.032 -3.395 0.13 -0.258 -0.123
O -15.986 -6.032 -3.964 0.321 -0.236 0.16
O 21.975 5.737 -5.529 -0.114 0.231 0.371
O 18.012 -7.481 -1.356 -0.224 0.039 -0.474
O -28.276 -6.278 24.841 -0.147 -0.559 0.198
O 2.342 -0.766 -4.669 0.09 -0.311 0.419
O 31.821 6.31 -5.778 -0.272 0.704 -0.018
O -26.389 3.627 23.177 -0.027 -0.218 0.337
O -22.491 -3.284 -4.472 -0.11 0.447 0.54
O -18.284 -3.283 -0.805 -0.238 0.527 -0.051
O 18.82 -1.86 24.655 0.434 0.172 0.592
O 22.918 -1.422 23.268 -0.449 -0.619 0.316
O 12.78 7.477 23.728 -0.227 -0.3 0.309
O 29.706 -5.016 -6.04 0.343 0.243 -0.185
O -30.248 6.142 25.301 0.484 -0.042 0.525
O 31.775 -6.829 -6.106 0.152 -0.495 0.277
O 18.565 2.087 -6.377 -0.333 -0.361 0.314
O -10.266 -1.601 -6.353 0.09 0.052 0.689
O 11.934 5.844 -5.708 0.231 -0.284 0.194
O 31.252 -3.794 23.495 0.158 0.474 0.09
O -10.094 -2.38 -3.46 0.098 0.426 0.13
O -31.153 5.833 -3.283 -0.43 0.108 0.325
O 21.245 6.932 25.263 0.379 -0.245 -0.297
O -16.18 5.665 -3.171 0.24 -0.333 0.01
O 22.552 -6.397 -6.054 0.49 0.262 0.033
O -32.379 1.177 25.337 -0.638 0.084 -0.471
O 10.656 3.159 24.985 -0.636 -0.262 -0.048
O 21.587 -8.141 22.103 -0.034 -0.152 0.065
O 31.74 -3.721 26.174 0.097 -0.422 0.24
O -14.703 -7.054 -1.143 -0.338 -0.224 -0.238
O 25.616 5.65 25.466 -0.394 -0.129 0.035
O 28.569 -3.8 -2.116 -0.524 0.216 -0.433
O 8.262 7.149 25.696 0.477 0.198 -0.365
O -24.974 4.544 -1.224 0.478 -0.24 0.082
O -31.085 4.613 -1.003 0.195 0.672 -0.217
O -11.758 4.55 -5.549 0.115 -0.475 -0.558
O -31.286 4.711 23.264 -0.353 0.116 0.514
O -23.287 -1.49 24.535 0.195 0.237 0.145
O -17.255 6.69 -1.014 0.044 0.431 -0.36
O 31.673 6.336 -1.164 0.66 0.153 -0.143
O 31.011 3.9 -5.114 -0.514 -0.127 0.022
O -26.55 -1.354 -0.89 -0.28 -0.196 -0.355
O 21.558 -5.71 -3.778 0.102 0.043 -0.069
O 24.437 -0.026 21.852 -0.145 0.012 0.37
O 28.244 -7.353 23.238 -0.284 0.083 0.223
O 30.681 1.022 23.243 0.253 -0.277 0.533
O -30.299 -0.403 25.549 0.42 -0.283 -0.378
O -25.949 -6.583 23.582 0.726 0.202 0.119
O 30.505 1.598 -3.498 -0.102 0.176 0.189
O 29.772 -5.487 22.285 0.045 -0.071 0.196
O -29.943 0.146 22.336 0.032 -0.209 0.444
O -25.845 -6.495 -1.218 0.09 -0.019 -0.39
O -14.821 -3.827 -2.749 0.171 -0.386 -0.001
O 27.252 3.618 22.811 -0.352 0.086 -0.034
O -30.261 -1.413 -3.487 0.198 -0.411 -0.077
O 30.067 -8.136 -0.28 -0.229 0.056 -0.391
O -32.487 -5.491 -0.392 -0.22 0.238 -0.198
O -24.616 5.356 22.314 0.163 0.038 0.584
O 25.891 1.519 23.249 -0.351 -0.018 0.578
O -18.616 -3.689 25.155 0.03 0.558 -0.008
O -27.364 -2.741 22.273 -0.091 0.1 0.19
O 28.73 -0.738 23.167 -0.256 -0.061 0.436
O 31.026 -3.745 -1.212 0.322 0.211 -0.262
O -27.634 -4.538 -0.879 0.201 0.328 -0.105
O -31.931 -0.892 23.495 -0.192 -0.2 0.087
O 3.522 -7.924 25.152 0.206 0.146 -0.75
O -29.814 8.015 -3.504 -0.027 0.427 -0.433
O -27.151 5.485 -0.281 -0.317 0.218 -0.367
O -20.735 -1.606 -1.286 -0.054 -0.541 -0.14
O -7.341 1.993 -1.241 0.152 0.021 -0.113
O -4.961 -1.741 -6.327 -0.469 0.172 0.114
O 23.595 1.805 -3.904 -0.107 0.019 -0.267
O 28.536 -2.264 25.776 -0.02 0.267 -0.285
O -26.703 -5.027 -3.257 0.101 0.305 0.022
O -1.91 2.922 25.561 -0.225 0.089 -0.166
O 27.763 -5.919 -3.313 -0.054 0.381 -0.463
O -4.066 -7.726 22.983 -0.405 -0.368 0.093
O 18.923 -2.704 -6.259 -0.318 -0.125 -0.239
O 16.943 -6.405 23.057 -0.245 -0.445 0.484
O 32.251 -3.168 -5.785 -0.383 0.116 -0.07
O -29.627 -2.815 -0.335 0.165 -0.077 -0.473
O -23.226 -3.967 23.525 -0.076 -0.457 0.395
O -16.031 -3.565 -4.999 0.033 -0.271 -0.58
O 31.214 6.577 23.279 0.516 0.272 0.412
O 28.837 6.56 24.319 -0.253 -0.433 -0.072
O -6.73 3.679 23.617 0.068 0.027 -0.119
O -16.83 7.93 25.109 -0.62 0.023 0.486
O -21.848 2.934 25.37 -0.238 0.436 0.058
O 24.324 7.816 24.679 -0.086 -0.228 0.04
O -23.991 1.877 -0.818 -0.407 0.309 -0.07
O 29.837 -7.122 -4.418 0.208 -0.497 0.177
O 30.243 2.582 -0.293 -0.334 0.038 0.06
O -22.071 6.706 -4.713 0.009 0.221 0.303
O -24.372 7.356 25.86 0.006 0.373 0.423
O -21.872 6.54 25.92 0.024 -0.512 -0.044
O 11.93 -1.66 -3.866 -0.45 0.158 0.144
O -28.934 7.193 -1.131 -0.278 -0.342 -0.218
O -9.694 1.594 -2.3 0.147 -0.253 -0.174
O 18.599 2.781 24.978 -0.094 -0.632 -0.522
O 15.085 -0.017 -3.633 0.481 -0.346 0.321
O -6.008 -2.698 -3.366 -0.404 0.46 -0.128
O -23.517 4.935 -3.444 -0.014 0.265 0.076
O -29.499 6.625 22.89 -0.029 0.143 0.222
O 29.751 -0.023 25.524 0.561 0.387 0.163
O 15.047 7.66 -3.763 0.013 0.415 0.315
O 11.75 2.928 -5.702 -0.401 0.378 0.272
O 27.052 -2.603 22.299 0.124 -0.043 0.37
O -26.863 4.72 -6.001 0.54 0.104 0.046
O 0.284 -3.139 25.393 0.262 -0.452 -0.015
O -28.906 -0.807 -5.576 -0.132 -0.481 -0.163
O -12.417 -2.722 -7.073 0.049 -0.49 -0.118
O 7.417 6.183 -4.19 -0.165 0.011 0.481
O 25.882 -1.957 -5.888 0.59 0.445 -0.153
O -22.256 4.334 -5.749 -0.128 -0.338 -0.208
O 13.921 -3.397 25.872 -0.145 -0.492 0.218
O -13.993 3.404 -4.525 -0.354 0.224 0.27
O 9.349 1.874 -1.445 -0.561 0.034 -0.173
O 26.038 1.153 -1.923 -0.201 0.233 -0.206
O 26.804 4.435 -6.134 0.047 -0.492 -0.104
O -28.817 4.357 23.923 0.085 -0.004 0.052
O 27.608 -0.111 -0.452 0.188 -0.279 -0.463
O -2.56 -1.089 -6.707 0.135 -0.735 0.034
O -20.901 -7.467 -5.473 -0.052 -0.079 0.167
O -28.535 -3.814 25.813 0.045 0.629 -0.355
O 26.254 -4.707 -1.397 -0.083 -0.463 -0.327
O -20.559 -4.932 -5.344 0.234 0.469 0.055
O 26.903 7.954 25.275 -0.012 0.358 0.321
O 32.012 -5.89 24.83 -0.19 -0.33 0.212
O 24.557 -2.748 -0.639 -0.013 -0.335 -0.554
O 18.896 2.487 -0.573 0.359 0.088 -0.252
O 17.329 6.309 -3.525 0.037 -0.08 -0.073
O 28.383 -6.158 -0.885 0.054 0.113 -0.106
O -25.677 -5.962 -5.438 -0.008 -0.33 0.198
O -29.595 2.643 -0.27 -0.286 -0.124 -0.464
O -31.598 -1.302 -1.245 -0.211 0.478 0.105
O -20.64 3.905 -1.135 0.112 -0.554 0.169
O 7.045 -4.297 23.981 0.398 0.145 0.07
O -20.054 -4.593 -2.208 0.178 -0.272 -0.342
O -1.812 1.653 23.166 -0.506 -0.121 0.128
O 27.176 5.504 -3.77 -0.039 -0.326 0.221
O 31.546 -5.079 -4.16 0.172 -0.251 0.303
O 7.82 -6.518 25.426 0.657 0.113 0.084
O -24.981 2.797 -3.125 -0.432 -0.19 -0.593
O -26.522 -3.418 -5.342 -0.184 0.26 0.474
O 29.62 4.651 22.751 0.373 -0.061 -0.161
O -16.917 5.06 24.731 -0.207 -0.144 -0.154
O 3.636 -3.847 -6.601 -0.632 0.158 0.203
O -30.743 -7.225 -1.253 -0.279 -0.096 -0.389
O -20.51 -5.523 24.969 0.039 0.053 -0.159
O -16.844 -5.658 25.036 -0.447 -0.073 0.552
O -15.205 -6.975 23.47 -0.205 0.061 0.109
O -27.335 3.084 25.589 -0.465 -0.149 0.624
O 26.519 6.338 -1.369 0.463 -0.551 -0.165
O 32.232 1.417 -1.573 0.183 -0.076 -0.145
O 21.222 -4.049 -5.765 0.253 0.162 0.172
O -25.716 -1.268 23.467 -0.543 0.15 0.503
O -9.289 3.979 23.322 -0.488 -0.053 0.246
O -2.413 -6.09 -5.08 -0.108 -0.108 -0.283
O 32.432 2.803 22.36 -0.055 0.311 0.196
O 11.802 -6.298 -1.393 -0.266 0.121 -0.305
O -16.966 5.277 -5.643 -0.524 -0.115 0.132
O 21.914 3.82 -3.694 0.06 0.165 -0.027
O 30.688 4.791 25.185 -0.233 -0.431 0.094
O 28.329 1.684 24.213 -0.053 0.45 0.274
O -14.677 6.375 -5.127 -0.031 0.018 -0.484
O 13.954 -1.397 -5.604 0.161 -0.266 -0.228
O 15.921 -5.039 25.269 0.046 -0.424 0.292
O 32.564 -1.309 25.909 -0.335 -0.158 -0.357
O 0.98 4.681 -1.38 0.275 0.304 -0.641
O -22.961 1.14 -3.04 0.467 0.048 0.151
O 5.622 -5.41 -5.824 0.238 -0.342 -0.254
O -27.422 8.118 22.277 0.132 -0.128 0.178
O -24.787 3.119 25.932 0.584 0.292 -0.271
O -18.685 0.071 25.322 -0.46 -0.316 0.372
O 1.457 -8.046 -2.656 -0.116 0.183 0.121
O 26.919 -4.259 25.004 0.144 -0.148 -0.228
O 0.684 -1.214 -1.331 0.276 0.107 -0.092
O -16.486 0.152 -0.221 0.088 0.105 -0.086
O -16.054 4.367 -0.973 0.073 -0.155 -0.104
O -12.856 5.369 -3.368 0.263 -0.178 0.742
O -14.169 4.436 23.054 0.163 -0.279 0.408
O -11.252 -4.75 -0.674 0.311 -0.109 0.324
O -20.833 4.746 -3.584 0.196 0.211 -0.191
O 29.115 5.574 -5.623 -0.078 0.4 -0.249
O 10.67 -5.179 25.204 0.204 -0.047 0.373
O -10.489 -1.222 -1.212 0.047 0.482 -0.008
O -30.67 -5.274 25.326 -0.075 0.394 0.568
O -23.809 0.079 22.449 0.082 -0.158 -0.27
O -20.641 -7.317 23.074 -0.028 -0.511 0.014
O -17.937 0.977 23.047 0.072 -0.118 0.27
O -16.19 -6.86 -6.374 0.276 -0.021 0.177
O -8.869 -6.33 22.944 0.101 0.399 0.013
O -15.338 1.202 -5.08 0.142 -0.158 -0.216
O -18.952 -5.451 22.234 -0.184 0.242 0.603
O -13.318 0.07 22.268 -0.156 0.158 0.256
O -21.203 -3.018 25.004 0.273 0.4 -0.029
O -19.923 -8.075 25.478 0.786 0.053 0.09
O -20.504 3.905 23.33 0.11 0.284 0.547
O 21.265 2.694 25.229 0.511 0.425 0.4
O -19.181 -8.051 -0.248 -0.035 -0.06 -0.616
O -16.437 -5.267 -0.254 -0.186 -0.053 -0.596
O 15.575 0.589 -6.088 0.515 0.25 0.318
O -21.04 -0.477 -3.789 0.225 -0.232 -0.593
O -23.636 -7.768 -5.556 -0.316 -0.488 0.158
O -11.518 -3.876 23.223 0.444 -0.096 0.039
O -19.678 -1.028 23.109 -0.111 -0.124 0.203
O -14.316 -1.686 -5.755 0.414 0.295 0.403
O -1.299 4.125 -2.409 0.259 -0.241 -0.006
O -14.97 -1.811 23.191 -0.727 -0.242 -0.013
O -13.47 -5.4 22.314 0.11 -0.054 0.474
O -11.633 2.117 22.882 0.444 0.619 0.069
O -22.599 2.414 22.889 -0.009 0.439 0.353
O -5.825 -5.304 -3.388 -0.158 -0.042 0.072
O -23.027 6.9 23.561 0.326 0.31 0.085
O -24.309 -2.579 -6.396 0.134 -0.315 -0.399
O -4.502 5.67 -6.064 -0.264 -0.006 -0.437
O 25.665 -3.469 -3.865 0.022 -0.237 0.636
O -8.325 3.212 25.671 -0.193 -0.181 0.228
O -26.225 5.047 -3.515 -0.183 0.612 -0.262
O -22.164 -5.616 -3.335 -0.575 -0.57 -0.284
O 24.507 -4.186 -6.023 -0.656 -0.39 -0.284
O -17.528 2.432 25.617 -0.482 0.181 -0.392
O -11.217 -4.277 25.868 -0.112 0.156 0.345
O 32.189 4.205 -2.539 0.037 -0.319 0.024
O -13.511 -3.398 -0.516 -0.519 0.007 0.106
O -6.271 -4.712 23.22 -0.379 -0.269 -0.111
O 5.502 2.991 25.183 -0.301 0.398 0.301
O 3.158 7.634 -6.686 0.072 -0.145 -0.555
O -18.92 5.533 22.178 -0.221 0.061 0.238
O -31.871 4.208 -5.928 0.587 -0.155 -0.17
O -0.067 -0.898 -5.885 0.119 -0.714 0.008
O -14.278 -1.058 25.551 0.378 0.066 -0.284
O -14.765 6.534 24.467 -0.056 0.427 0.605
O 32.568 6.346 26.026 -0.434 0.334 -0.159
O -13.868 7.887 -3.219 -0.248 0.212 -0.329
O -30.77 6.661 -5.659 0.088 0.466 -0.541
O -17.065 1.435 -3.181 0.552 0.456 0.21
O -26.008 -6.149 26.202 0.467 0.169 -0.069
O 28.207 0.895 -3.535 0.249 -0.294 0.196
O -12.232 7.148 -5.193 -0.04 0.645 -0.267
O -12.402 -6.463 -2.305 -0.333 0.421 -0.699
O -16.042 -3.083 25.273 -0.164 0.008 0.31
O -32.478 2.059 -4.338 0.409 0.068 -0.202
O -22.251 1.16 -5.569 -0.229 0.538 0.005
O 19.861 6.928 -1.325 -0.312 -0.212 -0.172
O 16.256 -0.033 -0.349 0.26 0.085 -0.637
O -12.486 6.487 23.113 0.27 0.222 0.242
O -5.892 -4.046 -5.626 -0.236 -0.359 -0.294
O 19.823 5.359 -4 -0.208 -0.041 0.376
O -8.152 8.076 -0.305 0.142 -0.101 -0.111
O -21.616 -2.564 22.157 0.195 0.215 0.267
O 24.235 -0.938 -4.136 -0.477 -0.27 0.374
O -15.454 3.274 -6.696 0.358 -0.328 -0.483
O -32.266 -2.958 -3.261 0.482 -0.605 0.198
O 11.919 -4.108 -2.882 0.384 -0.318 -0.407
O 8.053 -7.623 -4.134 -0.531 0.008 0.41
O -12.62 -2.198 -2.644 -0.188 -0.143 -0.193
O -28.298 -6.757 -2.083 -0.09 -0.117 -0.051
O -7.686 6.615 -3.655 -0.33 -0.14 0.363
O 22.485 -7.079 25.723 -0.008 0.624 0.05
O -16.736 -1.61 -6.613 0.318 -0.559 -0.436
O -30.562 3.326 -3.257 0.214 -0.08 0.058
O -9.838 -1.318 23.116 -0.074 -0.191 0.039
O 29.462 1.371 -5.915 -0.343 -0.377 -0.142
O -21.935 0.277 -0.123 0.164 -0.022 0.025
O -22.505 -4.303 -1.088 -0.159 0.227 -0.402
O 20.564 3.675 -5.964 0.006 0.386 -0.242
O -3.013 7.653 -5.113 0.299 -0.351 -0.524
O -7.528 -5.687 25.19 -0.173 0.244 0.485
O -22.405 -7.375 25.037 -0.121 0.413 0.354
O 21.137 -1.403 -5.842 0.451 0.12 -0.285
O -24.458 -2.768 -0.207 0 0.205 -0.241
O 4.554 -1.472 -5.943 0.201 -0.14 -0.004
O -0.64 7.49 24.587 -0.024 -0.283 0.057
O -21.205 -6.563 -0.996 -0.198 -0.311 -0.351
O -22.129 5.842 -0.188 0.218 0.128 -0.395
O -13.923 2.874 -0.344 0.054 -0.041 -0.736
O -14.913 -1.504 -1.405 0.054 0.438 -0.443
O 7.752 -5.084 -4.099 0.056 0.496 0.369
O 16.174 2.619 22.118 -0.081 0.009 0.366
O -1.321 -1.538 24.016 0.187 0.047 0.118
O -0.824 -3.954 23.111 -0.09 -0.245 0.23
O -32.323 3.696 26.148 0.52 -0.001 0.063
O -0.245 0.932 25.138 0.196 0.188 -0.289
O 15.291 -4.831 -4.054 0.177 -0.351 -0.012
O 1.92 -0.32 25.9 -0.203 -0.344 -0.723
O 8.447 -3.92 -6.77 -0.055 0.1 -0.263
O 20.366 0.151 -0.902 -0.359 -0.487 0.04
O -13.205 1.786 -6.345 0.245 -0.141 0.469
O 28.173 7.792 -2.871 0.52 -0.034 0.175
O 5.839 4.122 -3.622 -0.348 0.135 0.013
O 10.693 -7.806 24.998 -0.327 -0.396 0.289
O -4.052 0.563 -5.263 -0.55 -0.091 0.441
O -24.663 0.76 24.773 -0.213 0.251 -0.181
O 18.588 -2.785 -3.713 0.224 -0.155 -0.193
O -2.803 0.354 25.089 -0.356 -0.045 0.345
O -27.685 -0.836 -3.186 0.266 -0.305 -0.127
O -29.393 1.02 -3.602 -0.141 0.089 0.211
O 15.541 2.489 -2.871 0.753 -0.055 -0.526
O 32.531 -0.346 -3.41 -0.277 -0.153 -0.484
O -16.135 2.767 22.33 -0.149 -0.149 0.554
O 30.492 -2.76 -3.628 -0.227 0.468 -0.363
O -10.046 -6.519 25.278 -0.389 -0.409 -0.229
O -3.639 -3.554 -2.729 -0.174 -0.519 -0.136
O 0.16 0.176 -3.487 -0.217 0.41 0.032
O -20.449 1.324 23.808 0.011 -0.192 0.271
O -10.568 -3.989 -5.436 -0.318 -0.42 -0.021
O 29.616 4.662 -1.529 -0.213 0.218 -0.368
O -28.124 3.267 -4.198 0.035 -0.134 0.232
O 4.744 -0.146 -3.741 0.074 -0.047 -0.075
O 1.104 -7.604 25.98 -0.179 0.567 -0.411
O -12.656 7.574 -0.982 -0.072 -0.098 -0.248
O 23.122 1.121 24.148 0.65 0.235 -0.125
O -10.671 8.147 22.208 0.024 0.016 0.368
O -11.682 2.803 -3.498 0.251 0.066 -0.149
O 26.429 3.161 25.305 0.081 -0.267 0.444
O 3.709 1.015 -6.036 0.506 0.566 -0.223
O -3.105 7.898 25.357 -0.025 -0.135 -0.037
O -1.451 -3.801 -4.061 0.6 0.199 -0.11
O -26.862 7.879 25.303 -0.403 -0.311 0.18
O -7.038 2.321 -6.153 0.083 -0.272 -0.009
O -8.142 -4.063 -4.205 0.258 -0.074 0.09
O -12.722 5.145 25.268 0.177 0.289 -0.069
O 24.474 5.675 -6.272 0.194 -0.023 0.758
O -23.496 -0.901 -4.581 -0.412 -0.206 0.52
O -29.155 -4.328 23.327 -0.405 -0.138 0.123
O 9.218 -2.985 25.279 -0.178 -0.271 0.009
O -3.439 -0.699 22.719 0.289 0.828 0.048
O -31.509 -7.804 25.233 0.159 -0.188 -0.029
O -19.504 2.54 -3.078 -0.032 0.04 -0.438
O -18.139 2.104 -0.879 0.038 0.553 0.099
O -31.213 -6.321 23.105 0.308 0.136 0.029
O 4.183 1.498 23.45 0.016 -0.027 0.285
O 26.152 6.841 23.105 0.694 0.276 0.046
O -23.526 -3.569 26.124 -0.046 -0.31 0.019
O 8.175 7.302 -6.448 -0.092 0.168 -0.015
O -28.637 5.825 -4.327 0.147 0.162 0.043
O -17.844 0.518 -5.523 -0.445 0.619 0.15
O 9.657 6.434 -1.568 -0.281 -0.039 -0.475
O -19.205 -2.329 -3.199 0.153 -0.125 -0.283
O 6.11 1.68 -2.529 -0.049 0.256 0.2
O 24.728 -7.966 -5.87 0.061 -0.527 -0.087
O -9.854 6.21 -4.945 0.117 0.193 0.649
O -4.834 2.762 25.241 0.646 0.261 0.041
O 11.064 -4.711 -6.992 0.137 -0.201 0.329
O -18.438 -6.502 -5.003 -0.121 0.348 0.008
O -28.298 -5.338 -5.343 -0.183 -0.242 0.601
O -8.071 5.524 21.735 -0.043 0.056 0.005
O 16.266 -2.475 25.231 -0.11 0.135 0.03

Results
total energy: -406618.950 eV
total energy less fixed offsets of O -438.25, Si -107.07 eV per atom: -6.150 eV
